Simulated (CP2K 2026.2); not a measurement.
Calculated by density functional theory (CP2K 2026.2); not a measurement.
Periodic cell of 1896 atoms, Si1352O544, from a study of silicon, its oxide and their interface. The atomic structure is a simulated model.
Doubt: the forces sum to 3.48 eV/angstrom along one axis rather than to zero, so they err by at least 0.0018 eV/angstrom per atom on average; the grid cutoff is modest.

Settings
functional: PBE
method: Gaussian and plane waves
basis set: DZVP-MOLOPT-SR-GTH
pseudopotentials: GTH-PBE
grid cutoff: 300 Ry, relative cutoff 40 Ry
k points: Gamma only
occupations: fixed
spin: none
net charge: 0

Cell vectors (angstrom)
a 16.332 0 0
b 0 65.328 0
c 0.0904 0.2363 31.7951

Atoms and the computed forces on them: element, x, y, z (angstrom), force x, y, z (eV/angstrom)
Si 0.352 0.698 -0.683 -0.1 -0.028 0.105
Si 3.894 3.996 -0.471 -0.037 -0.362 0.424
Si -0.48 5.83 0.213 0.221 0 0.714
Si 2.894 8.143 0.314 -0.202 0.24 0.692
Si -0.415 10.781 -0.483 -0.242 -0.266 0.392
Si 2.906 13.74 -0.062 0.001 -0.014 0.635
Si -0.585 17.661 -0.855 -0.538 -0.103 0.061
Si 3.357 18.534 0.256 0.089 -0.217 0.593
Si 0.337 21.757 0.112 -0.198 -0.071 0.697
Si 3.215 24.132 0.126 -0.086 0.138 0.701
Si -0.189 27.173 0.048 0.212 -0.193 0.634
Si 3.354 29.995 -0.238 0.285 0.355 0.482
Si 0.011 32.872 -0.021 0.148 -0.136 0.586
Si 2.789 35.354 0.351 -0.186 0.261 0.567
Si -0.174 38.437 -0.032 -0.233 0.186 0.496
Si 3.119 40.401 -0.065 0.192 -0.246 0.497
Si -1.074 42.226 -0.644 -0.09 -0.383 0.447
Si 2.012 46.334 -0.58 -0.062 -0.123 0.076
Si -0.591 47.999 -0.924 -0.044 0.152 0.759
Si 2.524 51.376 0.437 -0.003 -0.045 0.487
Si 0.478 53.662 -0.137 -0.162 0.313 0.706
Si 2.951 56.92 -0.086 -0.109 0.094 0.749
Si -0.374 60.042 0.033 0.329 -0.314 0.653
Si 3.062 62.16 0.385 0.185 -0.231 0.559
Si 5.797 -0.443 0.172 -0.232 0.223 0.645
Si 8.193 2.559 -0.181 -0.159 0.227 0.718
Si 5.504 6.459 -0.245 0.48 0.017 0.544
Si 7.91 8.847 0.562 -0.295 0.167 0.425
Si 6.128 10.429 0.208 0.048 -0.031 0.649
Si 8.557 13.52 0.203 -0.209 0.052 0.647
Si 5.142 16.919 0.197 -0.223 0.077 0.559
Si 8.494 18.878 0.036 -0.175 0.177 0.774
Si 5.423 21.854 -0.02 0.236 -0.196 0.658
Si 8.422 24.264 0.086 -0.156 0.139 0.717
Si 5.283 27.505 0.059 0.177 -0.085 0.758
Si 8.723 29.413 0.187 0.078 -0.14 0.539
Si 5.234 33.203 0.207 0.307 -0.434 0.521
Si 8.45 35.089 0.071 -0.208 0.356 0.498
Si 4.897 38.618 0.066 -0.181 0.322 0.642
Si 8.871 40.065 -0.154 0.152 -0.118 0.592
Si 5.668 43.154 -0.317 -0.093 0.066 0.684
Si 8.36 45.672 -0.206 -0.165 0.264 0.71
Si 4.713 49.277 0.02 0.276 -0.114 0.729
Si 7.671 51.964 -0.161 -0.223 0.193 0.441
Si 5.823 53.7 -0.047 0.244 -0.207 0.505
Si 8.211 57.084 0.143 -0.391 0.128 0.655
Si 4.823 60.498 0.25 -0.295 -0.007 0.633
Si 9.37 64.058 1.616 0.023 0.038 -0.109
Si 9.966 -0.078 -0.322 -0.163 -0.216 0.521
Si 13.105 3.233 0.082 -0.191 0.245 0.493
Si 11.419 5.032 -0.02 0.091 -0.197 0.579
Si 13.747 8.11 0.04 -0.331 0.045 0.644
Si 10.812 11.394 0.345 0.192 0.058 0.667
Si 14.476 13.576 -0.845 0.092 0.135 0.559
Si 10.624 16.573 0.147 0.272 0.014 0.692
Si 13.979 19.044 -0.042 0.179 -0.297 0.429
Si 10.708 22.133 0.13 0.139 -0.198 0.773
Si 13.485 24.648 -0.005 0.372 -0.354 0.153
Si 10.35 27.665 0.308 -0.232 0.081 0.608
Si 14.234 29.713 -0.382 0.219 0.519 0.319
Si 10.7 32.778 0.159 0.353 -0.226 0.65
Si 14.071 35.043 -0.048 -0.178 0.117 0.765
Si 10.796 38.273 -0.122 -0.128 0.262 0.306
Si 14.399 40.009 -0.578 -0.034 0.012 0.002
Si 10.781 43.645 -0.097 0.249 -0.06 0.681
Si 13.086 46.548 -1.004 -0.058 0.055 0.163
Si 10.977 48.697 -0.107 -0.028 -0.034 0.736
Si 13.359 51.537 0.013 0.337 -0.078 0.671
Si 10.323 54.717 0.034 0.287 -0.307 0.695
Si 13.28 56.958 -0.43 0.101 0.156 0.642
Si 10.06 60.369 0.111 0.241 -0.024 0.635
Si 13.806 62.463 0.024 -0.386 0.427 0.603
Si 1.674 1.969 1.667 0.244 -0.003 0.532
Si 3.476 3.547 1.734 -0.017 -0.032 -0.099
Si 1.251 6.89 1.439 0.021 0.004 -0.007
Si 4.201 9.691 1.454 0.022 0.046 -0.043
Si 1.512 12.412 1.31 0.178 0.338 0.397
Si 4.224 15.066 1.343 0.045 0.029 -0.028
Si 1.459 17.712 1.411 0.352 0.321 0.346
Si 4.235 20.38 1.4 -0.046 -0.009 -0.02
Si 1.571 23.137 1.487 0.005 0.019 -0.031
Si 4.196 25.868 1.367 0.003 0.029 -0.025
Si 1.307 28.412 1.359 -0.168 -0.392 0.348
Si 4.268 31.391 1.375 0.013 -0.051 -0.05
Si 1.372 33.991 1.521 -0.01 -0.01 -0.018
Si 4.035 36.951 1.501 0.07 0.049 -0.047
Si 1.411 39.525 1.325 -0.016 -0.01 0.01
Si 4.102 42.145 1.161 -0.013 0.008 -0.045
Si 1.003 44.501 1.444 -0.124 -0.193 0.504
Si 3.907 47.677 1.534 0.42 0.219 0.138
Si 1.093 49.989 1.726 -0.052 -0.026 -0.054
Si 4.088 52.869 1.425 -0.032 -0.025 0.025
Si 1.475 55.489 1.14 -0.053 0.016 -0.033
Si 3.921 58.567 1.297 0.023 0.046 -0.079
Si 1.247 61.132 1.419 -0.052 0.005 -0.052
Si 4.049 63.962 1.49 -0.011 -0.005 -0.035
Si 6.716 1.403 1.325 -0.007 0.018 -0.04
Si 9.515 4.083 1.124 0 0.021 -0.024
Si 6.838 7.02 1.58 -0.017 -0.004 0.012
Si 9.619 9.863 1.719 0.124 0.032 0.001
Si 6.931 12.299 1.414 -0.024 -0.026 -0.057
Si 9.569 15.085 1.603 0.005 -0.012 -0.053
Si 6.896 17.821 1.44 0.005 -0.028 -0.051
Si 9.619 20.455 1.37 -0.001 0.014 -0.048
Si 6.894 23.068 1.379 -0.01 -0.011 -0.045
Si 9.48 25.847 1.451 0.026 -0.011 -0.006
Si 6.888 28.581 1.4 0.031 0.013 -0.024
Si 9.565 31.22 1.46 -0.043 -0.028 -0.035
Si 6.889 34.136 1.501 0.043 -0.001 0.019
Si 9.624 36.759 1.26 0.023 0.012 -0.005
Si 6.907 39.398 1.151 -0.006 0.007 -0.033
Si 9.67 41.964 1.134 -0.004 -0.059 -0.011
Si 6.878 44.56 1.218 -0.021 0.075 -0.05
Si 9.427 47.419 1.096 -0.018 -0.016 -0.033
Si 6.623 50.266 1.122 -0.014 0.037 -0.042
Si 9.312 52.987 1.245 -0.049 -0.07 0.016
Si 6.627 55.655 1.202 -0.05 -0.023 -0.028
Si 9.3 58.626 1.542 0.007 -0.018 -0.032
Si 6.498 61.166 1.757 -0.111 -0.069 -0.063
Si 7.919 62.565 0.681 0.019 0.001 0.501
Si 12.156 1.403 1.216 0.232 0.276 0.427
Si 14.787 4.196 1.471 -0.057 -0.058 -0.012
Si 12.179 6.856 1.307 -0.016 -0.008 -0.061
Si 14.907 9.633 1.343 0.034 0.04 -0.059
Si 12.462 12.566 1.653 -0.015 -0.011 -0.047
Si 14.317 14.228 1.413 0.092 0.046 0.021
Si 12.353 17.777 1.212 0.022 0.049 0.008
Si 15.112 20.502 1.396 0.02 0.055 -0.045
Si 12.274 23.256 1.438 -0.064 -0.019 -0.04
Si 14.923 25.787 1.439 0.028 0.056 -0.019
Si 12.115 28.566 1.501 -0.195 -0.36 0.452
Si 15.163 31.238 1.184 -0.036 0.038 -0.081
Si 12.416 33.946 1.269 0.011 0.019 -0.039
Si 15.134 36.707 1.254 -0.008 -0.031 -0.025
Si 12.548 39.438 1.022 -0.003 -0.015 -0.027
Si 15.602 42.813 1.551 0.028 0.073 -0.046
Si 12.265 44.875 1.338 -0.368 -0.366 0.215
Si 15.675 48.28 1.41 -0.036 0.026 -0.011
Si 12.184 50.106 1.375 -0.05 -0.046 -0.003
Si 14.969 52.867 1.177 0.014 0.027 -0.042
Si 12.037 55.807 1.228 0.007 -0.036 -0.049
Si 14.794 58.272 1.035 -0.034 0.024 -0.041
Si 12.013 61.318 1.138 0.038 -0.025 -0.01
Si 14.958 64.089 1.312 -0.28 -0.372 0.227
Si -0.117 2.892 2.849 0.004 0.011 0.011
Si 2.65 0.066 2.733 -0.011 0.03 -0.032
Si -0.035 8.326 2.765 -0.008 -0.014 -0.013
Si 2.564 5.461 2.792 0.04 0.04 0.001
Si -0.105 13.512 2.667 0.043 0.016 -0.004
Si 2.808 11.061 2.756 -0.055 -0.017 0.011
Si 0.114 19.109 2.769 -0.017 -0.077 -0.045
Si 2.712 16.249 2.749 -0.022 0 0
Si 0.08 24.493 2.741 0.005 -0.008 0.009
Si 2.861 21.721 2.806 0.006 -0.002 0.014
Si 0.048 29.884 2.71 0.003 -0.018 -0.016
Si 2.793 27.192 2.719 -0.015 0 -0.013
Si 0.038 35.405 2.784 0.023 0.033 0.014
Si 2.78 32.603 2.765 0.009 -0.023 -0.013
Si 0.123 40.93 2.694 -0.016 -0.01 -0.007
Si 2.651 38.2 2.843 -0.039 -0.021 0.022
Si 0.079 46.336 2.643 -0.018 0.03 -0.001
Si 2.769 43.47 2.626 -0.031 -0.024 0.012
Si -0.115 51.654 2.807 -0.014 0.007 0.053
Si 2.704 48.945 3.056 0.011 0.005 0.051
Si -0.053 56.947 2.413 0.042 0.034 -0.02
Si 2.761 54.327 2.708 -0.022 0.01 0.021
Si -0.067 62.642 2.672 -0.024 -0.008 0.002
Si 2.56 59.776 2.786 0.06 0.039 -0.011
Si 5.343 2.641 2.789 0.059 0.036 0.029
Si 8.018 0.133 2.863 -0.029 0.024 -0.007
Si 5.377 8.259 2.913 0.003 0.04 -0.014
Si 8.178 5.425 2.626 -0.003 -0.057 0.006
Si 5.536 13.687 2.72 -0.002 0.014 0.023
Si 8.146 11.068 3.014 -0.075 0.006 -0.027
Si 5.56 19.124 2.852 -0.001 0.014 -0.017
Si 8.157 16.421 2.853 -0.02 0.022 0.027
Si 5.559 24.502 2.736 0.052 0.015 -0.002
Si 8.232 21.75 2.783 -0.018 -0.031 -0.01
Si 5.572 29.997 2.749 -0.03 -0.009 -0.002
Si 8.145 27.192 2.831 -0.02 -0.006 -0.019
Si 5.474 35.52 2.771 -0.047 -0.013 -0.012
Si 8.186 32.629 2.77 0.029 0.017 0.009
Si 5.559 40.83 2.558 -0.002 0 -0.043
Si 8.195 38.049 2.631 -0.026 0.014 -0.003
Si 5.465 46.123 2.508 -0.008 -0.022 -0.012
Si 8.292 43.317 2.603 -0.012 0.003 0.024
Si 5.481 51.578 2.747 -0.003 -0.036 0.069
Si 8.077 48.866 2.433 0.004 0.042 0.016
Si 5.321 57.104 2.588 0.025 -0.008 0.024
Si 8.054 54.405 2.662 -0.016 0.007 0.01
Si 5.275 62.667 3.014 -0.018 0.001 -0.006
Si 7.957 59.83 2.966 0.012 0.028 0.039
Si 10.749 2.714 2.643 0.056 -0.017 -0.074
Si 13.532 0.073 2.641 -0.046 0.032 -0.057
Si 10.866 8.192 2.757 0.048 0.012 0.006
Si 13.492 5.583 2.821 -0.037 -0.001 0.014
Si 10.909 13.725 2.961 -0.041 -0.001 0.009
Si 13.593 10.908 2.83 -0.005 -0.02 0.028
Si 11.018 19.102 2.697 0.023 -0.022 0.002
Si 13.589 16.262 2.571 0.041 -0.033 -0.069
Si 10.923 24.58 2.819 0.009 -0.004 0.001
Si 13.691 21.852 2.719 0.016 0.008 0.012
Si 10.927 29.983 2.91 0.027 -0.007 0.007
Si 13.614 27.235 2.768 0.044 0.044 -0.023
Si 11.021 35.365 2.604 -0.006 -0.007 0.022
Si 13.725 32.545 2.623 -0.022 -0.021 0.027
Si 11.155 40.773 2.502 0.015 0.016 0.037
Si 13.706 38.053 2.568 -0.027 0.002 -0.005
Si 10.843 46.22 2.628 0.01 0.014 -0.036
Si 13.708 43.617 2.695 0.008 -0.027 0.008
Si 10.772 51.61 2.558 0.013 0.034 -0.005
Si 13.726 48.942 2.677 0.047 -0.025 -0.049
Si 10.793 57.196 2.696 0.007 -0.023 0.008
Si 13.546 54.362 2.456 0.006 0.009 0.023
Si 10.86 62.649 2.727 0.011 -0.039 0.022
Si 13.434 59.788 2.442 0.024 0.009 -0.004
Si 1.221 4.211 4.241 0.034 -0.041 0.031
Si 4.029 1.31 4.192 -0.027 -0.015 -0.017
Si 1.396 9.65 4.087 0 0.019 -0.024
Si 3.99 6.817 4.127 0.007 -0.021 -0.009
Si 1.286 14.923 4.06 -0.029 -0.024 -0.014
Si 4.138 12.386 4.131 0.048 -0.012 0.001
Si 1.438 20.442 4.17 0.008 0.002 0.021
Si 4.092 17.705 4.083 0.004 0.021 -0.008
Si 1.403 25.889 4.107 -0.021 0.007 0.013
Si 4.179 23.158 4.12 -0.028 0.014 -0.011
Si 1.408 31.245 4.098 -0.003 0.004 0
Si 4.154 28.599 4.06 0.025 0.011 -0.001
Si 1.375 36.753 4.161 0.015 -0.015 -0.003
Si 4.131 34.048 4.075 -0.007 -0.003 0.008
Si 1.488 42.168 4.118 0.001 0.04 0
Si 4.168 39.527 4.038 0.007 0.029 -0.022
Si 1.373 47.486 4.232 -0.023 0.019 0.003
Si 4.133 44.833 3.975 -0.024 0.032 0
Si 1.342 53.013 4.052 0.017 -0.018 0.016
Si 4.135 50.332 4.201 0.058 0.022 0.046
Si 1.187 58.337 3.975 -0.021 -0.057 0.003
Si 4.027 55.764 4.042 0.029 0.012 0.008
Si 1.28 63.986 4.059 0.011 -0.012 -0.018
Si 3.893 61.182 4.17 0.032 0.019 0.058
Si 6.755 4.1 4.016 0.008 0.028 -0.02
Si 9.447 1.443 4.141 0.013 0 0.021
Si 6.767 9.61 4.232 -0.027 -0.011 0.05
Si 9.48 6.805 4.064 -0.048 -0.018 -0.014
Si 6.818 15.036 4.172 -0.03 -0.01 -0.009
Si 9.531 12.39 4.305 0.018 -0.014 0.023
Si 6.881 20.47 4.216 0.016 0.02 0.019
Si 9.608 17.786 4.112 0.004 0.028 -0.032
Si 6.835 25.84 4.193 -0.005 -0.03 0.017
Si 9.575 23.159 4.13 -0.002 -0.002 -0.002
Si 6.861 31.317 4.178 -0.009 -0.001 0.028
Si 9.542 28.568 4.167 -0.022 -0.027 0.025
Si 6.893 36.774 4.123 0.005 -0.012 0.018
Si 9.632 34.026 4.019 0.001 -0.004 0.001
Si 6.881 42.102 4.023 0.007 0.018 0.018
Si 9.664 39.442 3.894 -0.004 -0.014 -0.027
Si 6.795 47.522 3.901 0.01 0.002 0.012
Si 9.559 44.79 3.973 -0.015 -0.017 0.011
Si 6.783 53.017 4.067 -0.035 0.01 -0.012
Si 9.426 50.237 3.901 -0.027 -0.008 -0.008
Si 6.634 58.363 4.143 -0.07 0.021 0.011
Si 9.448 55.757 4.007 0.005 0.023 0.001
Si 6.718 64.031 4.229 0.021 0.042 -0.004
Si 9.454 61.27 4.093 0.019 0.032 -0.026
Si 12.13 4.103 4.051 -0.028 0.025 -0.004
Si 14.871 1.408 4.066 -0.013 -0.03 0.017
Si 12.224 9.529 4.143 0.022 -0.006 0.017
Si 14.919 6.937 4.132 0.049 -0.011 -0.034
Si 12.296 15.103 4.196 0.008 -0.006 0.008
Si 15.004 12.205 4.182 0.006 0.025 0.018
Si 12.335 20.47 4.084 -0.021 0.008 0.003
Si 15.011 17.65 3.977 -0.01 0.001 -0.031
Si 12.282 25.91 4.181 -0.002 0.03 0.004
Si 15.047 23.167 4.123 -0.028 0.028 -0.012
Si 12.357 31.336 4.142 0.006 0.052 0.009
Si 14.993 28.599 4.109 -0.029 -0.004 0.026
Si 12.339 36.733 3.998 -0.012 -0.013 -0.024
Si 15.002 33.976 4.05 -0.031 -0.036 -0.019
Si 12.373 42.154 3.978 0 0.005 0.02
Si 15.037 39.477 3.95 -0.008 0 -0.024
Si 12.286 47.558 3.973 0.009 -0.008 -0.031
Si 14.991 45.033 4.053 0.025 -0.002 -0.012
Si 12.179 53.003 3.885 0.007 -0.014 0.012
Si 14.889 50.323 4.17 0.015 -0.025 0.016
Si 12.196 58.517 4.006 0.008 0.014 0
Si 14.909 55.689 3.884 0.017 -0.04 -0.002
Si 12.226 64.004 4.054 0.015 -0.01 0.015
Si 14.828 61.185 3.88 -0.041 -0.025 -0.008
Si -0.093 0.015 5.407 0.005 0.001 0.005
Si 2.638 2.75 5.457 0.013 0.024 0.01
Si -0.111 5.571 5.549 -0.01 0.05 0.022
Si 2.667 8.224 5.468 0.013 0.009 0.011
Si 0.044 10.917 5.541 -0.016 -0.056 -0.007
Si 2.702 13.666 5.474 0.01 -0.022 -0.005
Si 0.002 16.347 5.43 0.016 0.02 0.019
Si 2.775 19.064 5.499 0.003 -0.012 0.002
Si 0.057 21.811 5.498 0.018 -0.01 0.007
Si 2.772 24.517 5.463 0.029 0.008 -0.015
Si 0.043 27.25 5.471 -0.003 0.013 -0.009
Si 2.783 29.923 5.465 0.009 -0.024 0.003
Si 0.056 32.651 5.435 -0.008 0.018 0.002
Si 2.77 35.383 5.464 0.021 -0.01 0.002
Si 0.007 38.141 5.432 -0.012 0.01 -0.015
Si 2.828 40.829 5.476 0.02 -0.052 0.002
Si 0.049 43.579 5.366 -0.003 -0.008 -0.031
Si 2.793 46.13 5.465 0.055 0 -0.005
Si -0.032 48.927 5.467 -0.002 0.005 -0.028
Si 2.7 51.687 5.462 -0.024 -0.005 0.005
Si -0.069 54.382 5.346 0.017 0.011 -0.005
Si 2.609 57.075 5.387 0.012 0.009 0.01
Si -0.147 59.799 5.289 0.022 0.063 -0.016
Si 2.567 62.593 5.473 0.028 -0.002 0.012
Si 5.348 -0.001 5.588 -0.009 -0.035 0.039
Si 8.08 2.786 5.472 -0.026 -0.003 -0.001
Si 5.406 5.458 5.42 0.005 -0.009 0.002
Si 8.152 8.184 5.468 0.014 0.009 0.009
Si 5.42 10.994 5.54 -0.017 -0.001 0.007
Si 8.161 13.739 5.599 -0.021 0.002 0.018
Si 5.437 16.386 5.498 0.009 -0.011 0.012
Si 8.254 19.109 5.523 0.003 -0.048 0.015
Si 5.507 21.834 5.537 -0.001 0.012 0.006
Si 8.224 24.503 5.527 0.012 -0.012 0.002
Si 5.467 27.243 5.49 -0.01 0.038 -0.009
Si 8.208 29.947 5.524 0.023 -0.004 0.011
Si 5.48 32.698 5.474 -0.011 0.005 0.009
Si 8.258 35.368 5.418 0.013 -0.038 0.001
Si 5.5 38.135 5.424 -0.003 0.047 0.02
Si 8.277 40.754 5.341 0.021 -0.029 0.003
Si 5.505 43.492 5.362 -0.011 0.001 -0.019
Si 8.178 46.188 5.308 -0.011 -0.014 -0.029
Si 5.497 48.865 5.404 0.006 -0.008 -0.019
Si 8.153 51.612 5.362 0.034 0.014 0.009
Si 5.397 54.384 5.4 -0.025 0.004 0.018
Si 8.092 57.062 5.431 -0.023 -0.034 0.024
Si 5.309 59.804 5.457 0.004 0.011 0.018
Si 8.119 62.623 5.473 -0.027 -0.018 0.057
Si 10.834 0.025 5.419 0.013 -0.007 0.003
Si 13.513 2.763 5.425 0.002 0.03 -0.014
Si 10.817 5.463 5.454 0.009 -0.016 0.005
Si 13.581 8.235 5.534 -0.029 -0.021 0.017
Si 10.895 10.927 5.516 0.025 -0.017 0
Si 13.652 13.658 5.48 0.007 -0.003 -0.02
Si 10.927 16.445 5.533 -0.054 0.024 -0.015
Si 13.681 19.058 5.403 -0.004 -0.041 -0.033
Si 10.961 21.81 5.476 -0.009 -0.013 -0.007
Si 13.676 24.533 5.49 0.015 0.006 -0.002
Si 10.924 27.253 5.541 -0.018 0.001 0
Si 13.672 29.957 5.505 -0.004 -0.036 0.015
Si 10.965 32.703 5.454 -0.024 0.004 0.01
Si 13.654 35.363 5.407 0.008 -0.007 -0.002
Si 10.955 38.086 5.346 -0.002 0.009 0.004
Si 13.688 40.795 5.369 0.003 -0.014 0
Si 10.958 43.483 5.347 -0.013 -0.008 -0.01
Si 13.595 46.266 5.446 -0.012 0.002 0.028
Si 10.869 48.94 5.289 0.002 0.026 -0.022
Si 13.486 51.697 5.404 0.007 0.066 -0.02
Si 10.847 54.367 5.309 0.018 -0.005 -0.008
Si 13.577 57.089 5.292 0.006 0.011 0.001
Si 10.829 59.859 5.393 -0.005 0.012 -0.012
Si 13.555 62.563 5.355 0.006 -0.029 -0.007
Si 1.272 1.367 6.787 0.008 -0.015 -0.01
Si 4.035 4.106 6.792 0.005 0.013 0
Si 1.303 6.898 6.861 0.001 0.001 0.003
Si 4.041 9.587 6.832 -0.009 -0.001 -0.01
Si 1.385 12.3 6.87 0.012 0.012 -0.005
Si 4.063 15.032 6.846 -0.033 0.018 -0.012
Si 1.367 17.714 6.815 0.015 -0.008 0.012
Si 4.122 20.453 6.857 0.009 0.005 -0.002
Si 1.411 23.181 6.853 -0.015 0.009 0
Si 4.104 25.89 6.852 -0.002 -0.001 -0.007
Si 1.41 28.594 6.845 -0.01 -0.014 0
Si 4.122 31.317 6.827 0.002 0.009 -0.003
Si 1.404 34.018 6.814 0.012 -0.001 0.007
Si 4.146 36.756 6.795 -0.009 -0.018 0.001
Si 1.418 39.459 6.789 0.001 0.008 -0.005
Si 4.17 42.182 6.811 -0.002 0.03 -0.001
Si 1.397 44.836 6.819 -0.004 0.01 0.004
Si 4.127 47.542 6.785 -0.005 0.015 0.022
Si 1.35 50.293 6.79 0.009 -0.019 0.016
Si 4.052 53.047 6.8 0.002 0.005 0.008
Si 1.279 55.713 6.755 -0.008 0.007 -0.002
Si 3.954 58.44 6.786 -0.026 0.011 0.002
Si 1.202 61.165 6.73 0.005 -0.002 0
Si 3.97 63.915 6.844 0.012 -0.012 -0.003
Si 6.742 1.402 6.844 -0.001 0.018 -0.002
Si 9.451 4.13 6.827 -0.01 0 -0.011
Si 6.76 6.829 6.796 -0.008 0 0.015
Si 9.512 9.552 6.835 -0.001 -0.006 -0.003
Si 6.793 12.331 6.897 0.004 0.003 -0.014
Si 9.556 15.09 6.9 0.003 -0.027 -0.003
Si 6.841 17.744 6.844 -0.01 0.031 -0.015
Si 9.598 20.479 6.874 0.001 0.011 -0.002
Si 6.855 23.18 6.904 0 0.004 0.003
Si 9.572 25.882 6.886 -0.001 -0.009 0.01
Si 6.832 28.598 6.869 0.016 -0.032 -0.004
Si 9.598 31.329 6.83 0.021 -0.003 -0.004
Si 6.879 34.038 6.811 0.004 -0.005 0.002
Si 9.611 36.741 6.767 -0.01 0.003 -0.004
Si 6.898 39.453 6.768 0.007 -0.011 -0.005
Si 9.59 42.138 6.726 0.007 0.023 -0.004
Si 6.84 44.865 6.732 -0.008 -0.008 0.01
Si 9.541 47.559 6.684 0.011 -0.007 -0.026
Si 6.825 50.261 6.76 -0.024 0.005 -0.009
Si 9.517 52.992 6.713 -0.005 -0.014 0.001
Si 6.753 55.709 6.795 0.011 0 0.007
Si 9.468 58.471 6.739 -0.01 0.001 -0.002
Si 6.727 61.196 6.759 0.005 0.015 -0.006
Si 9.488 63.986 6.8 -0.01 -0.005 0.01
Si 12.183 1.381 6.79 -0.014 -0.003 -0.005
Si 14.866 4.127 6.813 -0.006 -0.002 0.001
Si 12.195 6.827 6.819 0.023 -0.017 -0.01
Si 14.969 9.578 6.873 0.021 -0.013 0.006
Si 12.269 12.307 6.843 0 0.016 -0.003
Si 14.996 15.02 6.844 0.001 -0.009 -0.011
Si 12.307 17.79 6.855 0.003 -0.003 -0.014
Si 15.013 20.428 6.814 0.017 -0.01 -0.009
Si 12.309 23.174 6.85 -0.012 0.01 -0.004
Si 15.026 25.898 6.856 -0.013 0.013 0.005
Si 12.297 28.62 6.875 0 0.013 0.01
Si 15.037 31.322 6.845 -0.011 0.011 0
Si 12.305 34.052 6.827 -0.024 0.01 0.012
Si 15.001 36.743 6.781 0.003 0.009 -0.005
Si 12.306 39.444 6.731 -0.002 0.013 0.005
Si 15.033 42.179 6.728 0 -0.002 -0.004
Si 12.268 44.849 6.756 0.02 -0.027 0.002
Si 14.941 47.603 6.827 0.002 0.004 0.012
Si 12.165 50.299 6.74 -0.005 -0.01 0.006
Si 14.912 53.028 6.73 0.016 -0.014 0.006
Si 12.213 55.731 6.677 0.002 -0.011 0.001
Si 14.89 58.446 6.711 -0.007 -0.011 -0.005
Si 12.19 61.22 6.744 0.003 0.007 0.003
Si 14.902 63.931 6.742 0.004 -0.015 -0.003
Si -0.036 2.736 13.553 -0.006 -0.012 0.006
Si 2.66 -0.004 13.508 0.035 -0.003 0.007
Si -0.023 8.192 13.594 -0.004 0.003 0.005
Si 2.685 5.467 13.584 0.008 -0.003 -0.003
Si -0.009 13.65 13.639 0.013 -0.01 0.01
Si 2.712 10.925 13.616 0 -0.003 0
Si 0.018 19.085 13.658 0.005 0.019 -0.012
Si 2.718 16.372 13.634 0.012 -0.019 0.002
Si 0.022 24.569 13.715 0.004 -0.008 -0.001
Si 2.752 21.814 13.674 0.002 -0.02 0.006
Si 0.029 30.011 13.692 0.008 0.007 0.002
Si 2.745 27.258 13.71 -0.004 0.002 0.003
Si 0.025 35.397 13.658 0.01 0 -0.007
Si 2.74 32.69 13.665 -0.007 0.006 -0.007
Si 0.024 40.812 13.607 -0.017 -0.012 0.003
Si 2.756 38.087 13.609 -0.02 -0.006 -0.004
Si 0.004 46.223 13.615 0.005 0.006 -0.011
Si 2.719 43.512 13.584 -0.012 0.001 0.003
Si 0.017 51.654 13.645 0.031 -0.008 -0.004
Si 2.682 48.946 13.598 -0.004 0.006 -0.003
Si -0.058 57.055 13.605 -0.002 0.005 -0.001
Si 2.684 54.369 13.612 0.012 -0.003 -0.016
Si -0.073 62.549 13.487 0.003 0.002 0
Si 2.636 59.812 13.529 -0.007 0.025 0.004
Si 5.399 2.79 13.545 -0.008 -0.008 0.009
Si 8.105 0.002 13.509 -0.002 0 0.004
Si 5.407 8.189 13.627 0.006 -0.004 0.007
Si 8.097 5.483 13.608 0.004 0.012 0.007
Si 5.439 13.636 13.608 0.005 -0.004 -0.002
Si 8.14 10.897 13.61 0.003 0.017 0.005
Si 5.454 19.119 13.64 -0.003 0.004 -0.001
Si 8.185 16.377 13.593 -0.012 -0.018 0.004
Si 5.482 24.562 13.673 0.005 0.01 -0.001
Si 8.208 21.821 13.663 0.012 -0.002 0.003
Si 5.472 29.962 13.681 0.003 -0.006 -0.002
Si 8.203 27.277 13.676 -0.006 0.002 -0.012
Si 5.496 35.403 13.652 -0.006 -0.014 -0.005
Si 8.225 32.701 13.691 -0.025 0.003 0.011
Si 5.485 40.787 13.578 0 -0.002 -0.006
Si 8.217 38.095 13.618 0.006 0 -0.001
Si 5.475 46.219 13.524 0.015 -0.011 -0.009
Si 8.21 43.477 13.573 -0.006 -0.002 -0.009
Si 5.422 51.645 13.588 -0.012 -0.017 0.006
Si 8.201 48.976 13.552 -0.023 0.003 0.001
Si 5.403 57.072 13.534 0.002 -0.018 0.008
Si 8.159 54.388 13.517 -0.006 0.013 -0.007
Si 5.374 62.588 13.502 -0.001 0.013 0.005
Si 8.121 59.807 13.504 0.008 -0.004 0
Si 10.809 2.726 13.547 0.003 -0.003 -0.002
Si 13.557 0.002 13.499 0.004 0.004 0.002
Si 10.822 8.197 13.608 -0.004 0 0.004
Si 13.561 5.46 13.572 -0.015 0.007 -0.002
Si 10.91 13.619 13.592 -0.001 -0.013 0
Si 13.567 10.919 13.638 0.001 0.006 0.003
Si 10.935 19.134 13.671 -0.005 0.008 0
Si 13.642 16.37 13.661 -0.017 0.004 0.008
Si 10.935 24.55 13.681 -0.009 0.006 -0.011
Si 13.646 21.848 13.695 0.006 0.008 -0.01
Si 10.932 29.986 13.709 0.019 -0.01 -0.001
Si 13.642 27.269 13.721 -0.019 -0.002 0.002
Si 10.941 35.415 13.683 -0.003 0.012 0.008
Si 13.648 32.73 13.699 -0.004 -0.004 0.002
Si 10.943 40.835 13.636 -0.009 0.009 0.005
Si 13.643 38.12 13.662 -0.002 -0.01 -0.002
Si 10.928 46.215 13.59 0.002 0.023 0.002
Si 13.636 43.533 13.623 -0.011 0.005 -0.009
Si 10.94 51.658 13.581 0.005 0.003 0.011
Si 13.653 48.943 13.607 0.018 0.012 0.001
Si 10.855 57.105 13.53 -0.004 0.018 -0.014
Si 13.615 54.376 13.63 0.012 0.008 0.007
Si 10.844 62.572 13.489 -0.004 -0.007 0.003
Si 13.548 59.805 13.516 0.001 0.002 -0.011
Si 1.322 4.106 14.928 0.008 0.001 -0.011
Si 4.024 1.405 14.831 -0.025 -0.002 -0.006
Si 1.337 9.564 14.952 0.005 0.013 -0.016
Si 4.026 6.825 14.97 -0.01 -0.012 -0.01
Si 1.372 14.992 14.995 -0.026 -0.005 -0.008
Si 4.091 12.266 14.979 0.01 -0.002 0.001
Si 1.379 20.434 15.017 -0.001 -0.015 -0.007
Si 4.076 17.748 14.972 -0.011 0.03 -0.009
Si 1.371 25.929 15.104 0.004 0.016 0.007
Si 4.104 23.207 15.015 0.002 0.013 -0.008
Si 1.374 31.372 15.075 0.003 0.003 -0.001
Si 4.107 28.615 15.072 0.009 0.007 -0.001
Si 1.393 36.754 14.997 0.018 0.001 -0.003
Si 4.116 34.047 15.002 0.004 0.007 -0.006
Si 1.342 42.184 14.98 0.006 0.043 0.03
Si 4.139 39.428 14.95 0.031 -0.017 -0.016
Si 1.355 47.565 14.995 0.001 -0.007 0.014
Si 4.135 44.852 14.885 0.027 0.011 -0.011
Si 1.355 53.028 15.041 -0.006 0.009 0.021
Si 4.024 50.307 14.962 0.042 0.026 0.011
Si 1.306 58.435 14.925 0.009 -0.027 0.003
Si 4.048 55.747 14.951 -0.01 0.027 0.014
Si 1.286 63.923 14.814 0.011 -0.011 -0.008
Si 4.001 61.211 14.828 -0.007 0.014 -0.018
Si 6.726 4.148 14.978 -0.025 -0.011 0.031
Si 9.412 1.39 14.896 -0.009 0.017 0
Si 6.766 9.551 14.986 0.002 0.014 0
Si 9.446 6.851 14.973 -0.018 0.014 0.007
Si 6.825 15 14.927 0.02 0.011 -0.014
Si 9.548 12.242 14.926 -0.001 -0.024 -0.008
Si 6.822 20.471 15.007 -0.006 -0.016 -0.001
Si 9.537 17.744 14.95 0 0.02 -0.019
Si 6.857 25.912 15.041 0.001 0.007 -0.011
Si 9.585 23.165 15.024 0.01 -0.001 -0.011
Si 6.856 31.31 15.023 0.012 -0.006 -0.004
Si 9.562 28.613 15.065 -0.016 -0.019 -0.017
Si 6.851 36.775 15.019 -0.004 -0.004 0.002
Si 9.59 34.066 15.072 0.015 0.003 -0.005
Si 6.84 42.127 14.945 -0.023 0.009 0
Si 9.597 39.436 14.971 -0.003 -0.008 0.001
Si 6.822 47.605 14.85 -0.008 0.005 -0.017
Si 9.576 44.822 14.927 0.011 -0.042 0.001
Si 6.821 53.033 14.883 0.021 0.014 -0.01
Si 9.582 50.31 14.936 -0.018 -0.024 -0.017
Si 6.799 58.403 14.87 0.021 -0.011 -0.009
Si 9.523 55.731 14.89 -0.025 0 -0.013
Si 6.739 63.97 14.848 -0.002 -0.008 0.002
Si 9.486 61.199 14.825 0.002 0.011 -0.002
Si 12.18 4.08 14.892 0.003 -0.006 0.004
Si 14.929 1.348 14.864 0.004 -0.015 -0.027
Si 12.173 9.551 14.977 -0.006 0.011 -0.005
Si 14.937 6.819 14.926 0.018 0.01 -0.003
Si 12.273 14.958 14.963 0.026 -0.019 -0.001
Si 14.938 12.294 14.982 -0.022 -0.012 -0.002
Si 12.287 20.502 15.067 -0.006 -0.016 0.009
Si 15.011 17.717 15.039 0.014 0.006 0.011
Si 12.264 25.902 15.084 0.006 0.005 -0.001
Si 14.985 23.219 15.079 -0.01 -0.003 0.004
Si 12.275 31.386 15.065 -0.033 -0.002 -0.007
Si 14.999 28.669 15.064 0.007 -0.021 -0.002
Si 12.292 36.78 15.064 -0.003 -0.005 0.007
Si 14.995 34.093 15.088 0.003 0.024 0.011
Si 12.288 42.205 15.025 -0.004 0.008 -0.001
Si 15.001 39.492 15.013 -0.005 0.008 -0.004
Si 12.293 47.576 14.956 -0.023 -0.023 -0.002
Si 14.986 44.88 15.013 -0.017 -0.026 0.008
Si 12.297 52.983 14.997 -0.005 -0.007 -0.014
Si 15.028 50.26 15.02 -0.016 -0.03 0.025
Si 12.222 58.44 14.904 0.005 -0.018 0.002
Si 14.955 55.71 15.057 -0.005 0.014 0.022
Si 12.193 63.969 14.827 0.003 -0.025 0.003
Si 14.893 61.19 14.844 0.003 0.004 -0.001
Si -0.068 -0.072 16.185 -0.001 0 0.003
Si 2.671 2.7 16.247 0.006 0.008 0.012
Si 0.004 5.51 16.293 0.021 -0.009 -0.001
Si 2.697 8.222 16.317 0.005 0.014 -0.009
Si -0.037 10.914 16.297 -0.002 -0.032 0.009
Si 2.765 13.646 16.332 0.005 0.006 0.016
Si 0.005 16.291 16.395 -0.014 0.002 0
Si 2.683 19.022 16.387 -0.014 -0.029 0.035
Si 0.067 21.847 16.365 0.021 -0.008 -0.039
Si 2.764 24.549 16.425 -0.024 -0.017 0.005
Si 0.011 27.335 16.466 0.014 0.001 0.007
Si 2.709 29.971 16.424 -0.002 -0.022 -0.016
Si 0.03 32.754 16.464 0.01 -0.012 0.027
Si 2.777 35.426 16.365 -0.017 -0.006 -0.01
Si 0.006 38.095 16.348 0.023 0 0.024
Si 2.769 40.809 16.236 -0.006 -0.028 -0.003
Si -0.002 43.539 16.415 0.007 0.012 0.016
Si 2.822 46.213 16.254 0.03 -0.015 0
Si -0.019 48.844 16.45 -0.022 -0.025 -0.004
Si 2.72 51.667 16.419 0.006 -0.008 -0.019
Si 0.017 54.369 16.481 -0.007 0.039 -0.013
Si 2.69 57.116 16.34 0.015 0.011 -0.03
Si -0.125 59.794 16.204 -0.005 -0.022 0.005
Si 2.643 62.588 16.179 -0.008 0.005 0.008
Si 5.413 0.093 16.166 0.038 0.022 -0.011
Si 8.058 2.744 16.321 -0.01 -0.016 -0.007
Si 5.368 5.51 16.384 0.02 0.019 0.036
Si 8.107 8.22 16.381 -0.011 -0.004 0.02
Si 5.413 10.895 16.369 0.016 0.007 0.029
Si 8.179 13.592 16.229 -0.001 0.014 -0.006
Si 5.494 16.402 16.255 0.002 -0.013 -0.002
Si 8.194 19.095 16.337 0.004 0.019 -0.006
Si 5.461 21.845 16.357 0.002 -0.003 0.006
Si 8.222 24.51 16.36 -0.007 0.022 -0.04
Si 5.514 27.273 16.421 -0.009 0.011 0.015
Si 8.237 30.004 16.429 -0.007 -0.019 0.006
Si 5.457 32.651 16.335 -0.003 -0.01 0.011
Si 8.241 35.47 16.4 -0.017 -0.012 0.046
Si 5.457 38.093 16.401 -0.004 0.01 -0.003
Si 8.155 40.706 16.292 -0.021 0.003 -0.009
Si 5.465 43.501 16.271 0.004 -0.025 -0.004
Si 8.186 46.23 16.154 -0.025 0.033 -0.031
Si 5.436 48.914 16.215 -0.011 -0.026 0.011
Si 8.246 51.742 16.239 0.01 0.037 0.019
Si 5.457 54.37 16.252 0.003 -0.015 -0.023
Si 8.178 57.061 16.284 -0.011 -0.012 0.011
Si 5.382 59.804 16.095 -0.006 -0.008 -0.039
Si 8.104 62.562 16.146 0.018 0.002 0.005
Si 10.817 0.01 16.154 0.01 -0.019 0.019
Si 13.604 2.746 16.202 0.007 0.013 0.005
Si 10.789 5.416 16.249 0.019 -0.011 -0.011
Si 13.548 8.159 16.265 -0.022 0.007 0.003
Si 10.829 10.904 16.383 -0.029 -0.009 0
Si 13.594 13.617 16.4 0.026 -0.003 -0.004
Si 10.887 16.332 16.236 -0.028 -0.012 0.002
Si 13.671 19.121 16.38 -0.025 0.012 -0.033
Si 10.927 21.863 16.464 0.028 0.028 0.018
Si 13.61 24.56 16.483 -0.026 -0.008 -0.006
Si 10.867 27.22 16.457 -0.006 -0.007 0.013
Si 13.633 30.038 16.416 0.013 -0.009 0.027
Si 10.938 32.724 16.491 0.008 0.013 0.02
Si 13.62 35.443 16.487 -0.001 0.011 0.021
Si 10.984 38.194 16.425 0.014 0.026 0.001
Si 13.687 40.896 16.399 -0.017 -0.017 -0.015
Si 10.883 43.508 16.412 -0.002 -0.007 0.014
Si 13.587 46.208 16.384 0.019 0.051 -0.011
Si 10.942 48.932 16.305 0.004 0.013 0.015
Si 13.706 51.643 16.389 0.003 0.033 0.031
Si 10.886 54.383 16.262 0.021 0.03 -0.046
Si 13.514 57.072 16.36 -0.021 -0.025 -0.027
Si 10.882 59.876 16.185 -0.023 0.028 -0.017
Si 13.571 62.616 16.168 0.007 0.022 -0.003
Si 1.315 1.247 17.515 0.033 -0.009 -0.012
Si 3.989 4.057 17.66 -0.027 0.041 0.024
Si 1.318 6.925 17.686 -0.039 -0.021 -0.009
Si 4.03 9.532 17.751 -0.011 -0.006 -0.014
Si 1.357 12.269 17.636 -0.039 0.004 0.042
Si 4.2 15.034 17.613 -0.018 -0.023 0.008
Si 1.376 17.571 17.799 0.041 0.027 0.018
Si 4.04 20.476 17.63 -0.003 -0.003 -0.043
Si 1.392 23.179 17.786 0.007 -0.011 0.008
Si 4.153 25.901 17.769 -0.001 0.002 0.004
Si 1.359 28.683 17.886 -0.001 0.026 -0.016
Si 4.1 31.308 17.742 0.011 0.001 0.015
Si 1.43 34.155 17.786 -0.014 -0.015 0.003
Si 4.117 36.728 17.792 0.018 -0.007 0.009
Si 1.433 39.462 17.589 0.027 0.015 0.041
Si 4.121 42.106 17.626 0.005 0.016 -0.006
Si 1.541 44.849 17.637 -0.014 0.02 0.008
Si 4.185 47.514 17.657 0.021 -0.037 -0.018
Si 1.38 50.223 17.762 0.036 0.03 0.024
Si 4.18 53.051 17.721 0.007 0.032 0.046
Si 1.401 55.781 17.827 -0.003 -0.026 -0.016
Si 4.104 58.538 17.58 -0.097 -0.012 0.034
Si 1.253 61.17 17.476 0.029 -0.028 0.058
Si 4.034 64.056 17.413 -0.053 0.004 -0.003
Si 6.659 1.419 17.703 -0.026 0 0.009
Si 9.423 4.114 17.667 0.015 0.009 -0.001
Si 6.698 6.943 17.778 -0.036 -0.007 -0.043
Si 9.455 9.57 17.79 -0.004 0.02 -0.016
Si 6.873 12.248 17.631 0.007 -0.015 -0.015
Si 9.507 14.965 17.559 0.011 0.017 -0.006
Si 6.823 17.726 17.666 0.008 -0.007 0.003
Si 9.538 20.436 17.732 -0.023 0.013 -0.004
Si 6.869 23.183 17.721 0.013 -0.024 0.022
Si 9.538 25.766 17.835 -0.008 -0.025 0.004
Si 6.902 28.629 17.784 0.02 -0.018 -0.007
Si 9.558 31.367 17.856 -0.012 -0.021 -0.015
Si 6.838 34.019 17.624 -0.005 0.007 -0.038
Si 9.613 36.87 17.791 -0.037 0.023 0.036
Si 6.832 39.419 17.776 0.016 -0.011 0.011
Si 9.473 42.035 17.645 -0.005 -0.02 -0.01
Si 6.838 44.932 17.527 -0.019 0.048 0.028
Si 9.554 47.484 17.548 0.012 -0.003 -0.023
Si 6.828 50.34 17.415 -0.035 0.005 -0.037
Si 9.569 53.108 17.695 -0.041 -0.023 0.034
Si 6.819 55.653 17.659 0.033 0.01 0.004
Si 9.571 58.507 17.544 0.025 -0.02 0.02
Si 6.717 61.143 17.415 0.009 0.019 0.019
Si 9.428 63.978 17.47 0.022 0.021 -0.017
Si 12.219 1.359 17.474 -0.006 -0.003 -0.024
Si 14.99 4.094 17.576 -0.013 -0.01 -0.014
Si 12.193 6.726 17.563 0.009 0.016 0.009
Si 14.876 9.557 17.606 0.061 -0.004 -0.04
Si 12.203 12.253 17.742 0.006 -0.008 0.006
Si 14.979 14.948 17.796 0.022 -0.006 0.014
Si 12.253 17.665 17.571 0.03 0.011 0.031
Si 15.089 20.486 17.729 -0.007 0.007 0.083
Si 12.265 23.22 17.918 -0.018 -0.001 -0.026
Si 14.918 26.017 17.805 0.008 -0.025 0.03
Si 12.207 28.688 17.719 -0.009 0.013 -0.017
Si 14.975 31.398 17.823 -0.038 0.006 0.017
Si 12.277 34.085 17.911 0.007 0.003 0.001
Si 14.971 36.855 17.828 -0.027 0.016 0.01
Si 12.352 39.596 17.81 -0.018 -0.032 0.017
Si 14.936 42.252 17.881 0.014 0.044 0.019
Si 12.194 44.936 17.816 -0.035 0.024 0.021
Si 14.902 47.468 17.872 0.024 0.013 0.043
Si 12.312 50.276 17.695 0.004 -0.028 -0.039
Si 15.03 52.954 17.893 -0.021 -0.003 -0.005
Si 12.161 55.66 17.743 0.052 0.008 0.015
Si 14.835 58.51 17.659 -0.014 0.044 0.035
Si 12.173 61.331 17.513 -0.038 -0.016 -0.005
Si 14.934 63.903 17.584 -0.007 -0.031 0.009
Si -0.09 2.538 18.82 0.032 0.023 0.069
Si 2.689 -0.047 18.913 -0.003 0.015 0.009
Si -0.152 8.236 19.021 0.019 0.011 0.078
Si 2.736 5.57 18.96 0.355 0.168 -0.368
Si -0.038 13.459 19.097 -0.267 -0.177 -0.423
Si 2.737 11.003 19.044 0.282 0.216 -0.416
Si 0.015 19.011 19.092 -0.003 -0.029 -0.001
Si 2.921 16.259 19.113 -0.034 0.035 0.051
Si 0.062 24.686 19.043 0.299 0.233 -0.453
Si 2.747 21.759 19.131 -0.02 0.032 0.034
Si -0.04 30.072 19.265 0.037 -0.036 0.043
Si 2.848 27.317 19.133 0.039 0.014 0.009
Si 0.042 35.52 19.165 0.026 -0.009 0.02
Si 2.772 32.711 19.092 0.001 0.018 0.026
Si 0.186 40.858 18.982 0.043 -0.01 -0.027
Si 2.728 38.155 19.058 -0.013 -0.001 0.045
Si 0.133 46.056 19.033 -0.064 0.174 -0.72
Si 2.812 43.427 19.053 0.01 -0.036 0.013
Si -0.039 51.369 19.245 -0.031 0.022 0.059
Si 2.97 48.997 18.985 0.004 -0.014 0.086
Si -0.172 57.109 19.033 0.016 0.016 -0.003
Si 2.945 54.487 19.165 0.276 0.42 -0.35
Si -0.014 62.522 18.923 -0.034 -0.025 0.036
Si 2.775 60.01 18.848 0.259 0.326 -0.422
Si 5.271 2.746 19.172 0.025 -0.027 0.023
Si 8.107 -0.005 18.882 -0.001 -0.009 0.041
Si 5.392 8.343 19.28 0.036 -0.03 0.03
Si 8.029 5.48 19.038 -0.006 -0.013 0.03
Si 5.603 13.706 18.917 0.038 -0.001 0.016
Si 8.098 10.977 19.197 0.005 -0.032 0.053
Si 5.414 19.114 18.919 0.014 0.022 0.055
Si 8.136 16.261 18.946 -0.02 -0.011 0.066
Si 5.555 24.551 19.127 -0.004 0.029 0.034
Si 8.097 21.704 19.101 -0.284 -0.29 -0.423
Si 5.531 30.01 19.112 0.02 0.005 0.028
Si 8.209 27.179 19.141 -0.021 0.003 0.009
Si 5.494 35.263 19.057 0.003 0.004 0.041
Si 8.166 32.794 19.109 -0.002 0.05 0.048
Si 5.472 40.824 19.08 -0.003 0.027 0.081
Si 8.075 38.008 19.216 -0.127 -0.326 -0.472
Si 5.532 46.151 19.06 -0.035 -0.055 0.037
Si 8.095 43.487 18.816 -0.002 -0.041 0
Si 5.684 51.663 18.948 0.031 0.003 0.052
Si 8.167 48.939 18.653 -0.027 0.024 0.022
Si 5.511 57.181 18.887 0.076 -0.02 0.055
Si 8.175 54.348 19.187 0.002 0.026 0.003
Si 5.417 62.653 18.617 0.026 0.004 0.022
Si 8.084 59.815 18.785 -0.048 -0.037 0.018
Si 10.894 2.718 18.863 0.019 -0.011 0.035
Si 13.476 -0.092 18.843 -0.029 0.01 0.04
Si 10.87 8.074 18.94 -0.013 0.001 0.054
Si 13.587 5.404 18.926 -0.017 -0.006 0.019
Si 10.838 13.687 19.001 0.014 0 0.07
Si 13.547 10.848 19.067 -0.031 0.009 0.025
Si 10.873 18.954 18.957 -0.08 0.001 0.047
Si 13.593 16.394 19.035 -0.013 0.03 0.078
Si 10.968 24.616 19.389 0.021 0.037 0.042
Si 13.608 21.701 19.129 -0.007 -0.031 0.035
Si 10.902 29.977 19.212 0.022 -0.013 0.038
Si 13.485 27.389 19.163 -0.006 -0.031 0
Si 10.936 35.537 19.219 0.029 0.031 0.009
Si 13.65 32.727 19.302 -0.005 0.003 0.026
Si 10.853 40.843 19.145 -0.017 -0.056 -0.001
Si 13.746 38.349 19.261 0.058 -0.005 0.007
Si 10.705 46.212 19.181 0.003 -0.03 0.011
Si 13.343 43.505 19.3 -0.033 -0.077 0.081
Si 10.977 51.718 18.982 0.059 0.018 0.057
Si 13.427 48.838 19.226 0.003 -0.014 0.026
Si 10.736 57.068 19.019 -0.016 -0.035 0.004
Si 13.496 54.274 19.191 -0.02 -0.075 -0.025
Si 10.743 62.632 18.865 -0.015 0.037 0.085
Si 13.532 60.092 18.933 0.405 0.174 -0.328
Si 1.174 3.427 20.523 -0.204 -0.289 -0.48
Si 3.64 1.486 20.421 0.227 -0.044 -0.718
Si 0.38 9.939 20.578 -0.479 0.135 -0.43
Si 4.238 6.625 20.409 -0.022 0.164 -0.598
Si 2.279 14.701 20.747 0.299 0.17 -0.522
Si 4.232 12.369 20.159 -0.046 -0.002 -0.491
Si 1.678 20.037 20.384 -0.177 0.208 -0.722
Si 4.018 17.949 20.319 0.071 -0.246 -0.721
Si 1.47 25.931 20.382 0.024 -0.019 0.145
Si 4.412 22.923 20.348 -0.186 0.086 -0.692
Si 1.194 31.698 20.481 0.07 -0.251 -0.636
Si 4.429 28.456 20.47 -0.181 0.115 -0.632
Si 1.133 37.161 20.476 0.068 -0.128 -0.718
Si 4.375 33.736 20.456 -0.09 0.1 -0.683
Si 1.765 41.802 20.458 -0.088 0.312 -0.69
Si 3.978 39.6 20.403 0.106 -0.082 -0.684
Si 1.954 47.969 20.757 0.338 0.154 -0.616
Si 4.525 44.376 20.289 0.267 -0.022 -0.533
Si 1.17 52.461 20.914 -0.106 -0.446 -0.488
Si 4.653 50.041 20.215 -0.127 0.21 -0.761
Si 0.636 58.615 20.601 -0.29 -0.301 -0.48
Si 4.42 55.854 20.43 -0.142 -0.109 -0.744
Si 1.82 63.428 20.026 0.254 -0.08 -0.563
Si 3.702 61.866 19.923 -0.311 0.138 -0.531
Si 6.461 4.392 20.433 0.057 -0.239 -0.697
Si 9.75 1.135 20.093 -0.131 0.013 -0.686
Si 6.354 10.119 20.621 0.202 -0.212 -0.714
Si 9.408 6.867 20.303 0.05 -0.037 -0.711
Si 7.051 14.775 20.423 -0.12 0.209 -0.739
Si 9.301 12.62 20.398 0.061 -0.236 -0.726
Si 6.465 20.604 20.338 0.201 -0.093 -0.727
Si 9.679 17.375 20.223 -0.034 0.201 -0.722
Si 6.602 26.145 20.573 0.21 -0.208 -0.702
Si 9.996 23.3 21.132 0.325 0.281 -0.501
Si 6.646 31.592 20.451 0.085 -0.094 -0.634
Si 9.881 28.21 20.411 0.266 -0.209 -0.462
Si 7.187 36.167 20.374 0.361 -0.171 -0.512
Si 9.132 34.526 20.387 -0.251 0.29 -0.513
Si 6.323 42.718 20.166 -0.3 0.111 -0.605
Si 10.111 39.426 20.858 0.173 0.397 -0.616
Si 6.803 47.808 20.122 -0.02 -0.199 -0.676
Si 9.727 44.325 20.264 0.228 -0.071 -0.539
Si 7.359 52.464 20.406 -0.129 0.284 -0.724
Si 9.516 50.261 19.968 0.004 0.019 -0.533
Si 7.266 58.082 20.122 0.111 -0.104 -0.6
Si 8.89 56.338 20.246 -0.07 -0.033 -0.562
Si 6.908 63.694 20.044 -0.025 0.201 -0.686
Si 9.085 61.464 20.031 0.18 -0.095 -0.749
Si 12.539 3.747 20.187 -0.258 0.217 -0.747
Si 14.666 1.424 20.112 0.118 -0.213 -0.635
Si 12.443 9.166 20.264 -0.044 0.053 -0.686
Si 14.666 6.978 20.28 0.076 -0.078 -0.674
Si 11.959 15.291 20.282 0.119 -0.1 -0.771
Si 15.225 11.835 20.375 0.218 -0.357 -0.401
Si 12.706 19.795 20.09 0.163 -0.021 -0.591
Si 14.468 18.197 20.276 -0.066 0.073 -0.642
Si 11.747 26.54 20.538 -0.211 0.079 -0.515
Si 14.483 22.942 20.911 -0.24 -0.502 -0.423
Si 12.411 31.155 20.615 -0.057 0.193 -0.689
Si 14.595 28.939 20.498 0.145 -0.003 -0.638
Si 12.217 37.108 20.515 0.119 -0.222 -0.738
Si 15.32 33.922 20.526 -0.264 0.086 -0.697
Si 11.49 42.652 20.491 -0.04 0.195 -0.56
Si 15.438 39.562 20.552 -0.294 0.063 -0.549
Si 11.592 47.965 20.506 0.127 -0.116 -0.66
Si 14.915 44.114 20.895 -0.336 -0.596 0.075
Si 12.412 52.692 20.626 -0.198 0.214 -0.626
Si 14.587 50.355 20.572 0.205 -0.216 -0.66
Si 12.144 58.033 20.604 -0.445 -0.255 -0.365
Si 14.575 55.974 20.327 0.248 -0.244 -0.615
Si 11.87 64.206 20.19 0.068 -0.187 -0.745
Si 15.055 61.12 20.373 -0.098 0.236 -0.698
Si 2.196 -8.496 28.919 0.087 0.004 0.166
Si 6.169 -0.236 29.02 0.005 0.107 0.132
Si -5.872 14.217 27.475 -0.11 -0.143 -0.049
Si -6.928 1.53 24.681 -0.013 -0.127 -0.14
Si 2.474 6.801 23.041 -0.053 -0.036 -0.191
Si 18.04 -1.403 29.878 0.027 -0.005 0.028
Si 2.712 15.956 23.554 -0.068 0.018 -0.057
Si -0.781 28.051 26.693 0.041 -0.029 0.001
Si 16.518 26.05 28.982 -0.094 -0.048 0.125
Si -2.831 55.251 29.059 -0.036 0.042 0.26
Si 7.729 43.748 22.491 0.001 0.009 -0.142
Si 15.927 52.405 27.058 0.028 -0.065 -0.059
Si -3.54 44.086 26.625 0.051 0.196 0.02
Si -20.603 57.382 23.513 -0.059 -0.033 -0.029
Si 0.009 48.972 22.751 -0.031 -0.065 -0.078
Si -14.939 62.696 22.854 -0.026 0.106 0.001
Si -11.402 71.085 27.959 0.115 0.102 0.065
Si 8.145 9.503 27.552 0.037 0.046 0.06
Si 19.843 5.808 25.609 -0.051 0.106 0.205
Si -4.403 19.057 24.772 0.025 -0.114 -0.234
Si 10.814 11.028 27.443 0 0.055 0.063
Si 11.685 21.227 26.839 -0.06 0.162 -0.016
Si 3.713 27.431 25.702 -0.001 -0.035 -0.077
Si 5.541 16.469 22.664 0.057 -0.034 -0.106
Si 7.338 34.98 26.088 0.02 0.065 0.093
Si 11.061 33.251 22.509 -0.064 -0.112 -0.098
Si 5.034 51.05 25.206 -0.001 0.04 -0.065
Si 10.159 34.501 25.001 0.042 0.014 -0.077
Si 6.311 53.866 25.381 0.019 -0.104 -0.156
Si -2.042 69.004 24.385 0.037 -0.049 -0.062
Si 11.18 47.647 23.411 0.043 0.038 -0.098
Si 0.624 66.1 25.376 -0.093 -0.07 -0.034
Si 15.537 69.593 27.043 -0.004 -0.004 -0.088
Si 14.399 0.189 27.176 -0.088 0.027 -0.076
Si 17.997 9.732 29.523 -0.068 -0.117 -0.011
Si 9.324 -6.493 29.66 -0.052 0.042 0.125
Si 12.846 21.42 29.737 0.089 0.106 0.219
Si 3.127 3.285 28.858 0.175 -0.224 0.095
Si 14.976 13.09 23.346 0.073 0.019 -0.131
Si 2.421 32.253 26.52 0.127 -0.016 0.075
Si 13.046 24.949 22.805 0.085 0.062 0.078
Si 18.602 32.312 29.635 -0.033 0.004 0.101
Si 15.42 39.594 26.358 -0.162 -0.062 -0.104
Si 13.512 35.284 22.604 0.089 -0.014 0.055
Si 33.555 41.897 26.572 0.087 -0.038 0.01
Si 15.681 42.22 22.161 -0.273 0.244 -0.319
Si 30.982 35.137 25.489 0.139 -0.043 -0.072
Si 9.587 55.729 23.246 -0.038 0.093 -0.139
Si 6.358 45.568 29.34 0.08 -0.103 0.245
Si 14.761 50.472 29.215 0.039 -0.113 0.002
Si 1.391 25.831 24.292 -0.047 0.04 -0.148
Si 11.865 57.693 28.787 0.123 0.114 0.089
Si 8.953 -1.394 28.982 0.051 0.165 0.088
Si -3.588 14.998 23.207 -0.03 0.007 -0.014
Si -1.945 17.716 23.437 -0.06 0.07 -0.05
Si 11.187 5.329 22.431 -0.014 0.013 -0.055
Si -14.629 21.117 24.989 0.106 -0.009 -0.018
Si 10.387 25.281 27.44 0.054 0.012 0.025
Si 7.723 14.243 29.09 -0.05 -0.02 0.107
Si -2.759 29.288 28.61 0.038 -0.188 0.149
Si 14.915 25.594 25.05 -0.058 -0.011 -0.08
Si -3.337 44.005 29.666 -0.03 0.026 0.039
Si 12.203 10.262 24.857 0.063 0.051 -0.009
Si 3.271 43.392 27.258 -0.038 -0.014 -0.068
Si 7.102 41.278 29.489 -0.092 -0.02 0.074
Si -6.381 49.474 26.692 0.056 -0.065 0.03
Si 20.14 63.352 27.88 0.033 0.022 0.13
Si -15.829 49.769 25.749 -0.096 -0.04 -0.014
Si 4.802 55.751 29.695 -0.017 -0.017 0.051
Si 12.261 15.205 29.79 -0.03 0 0.143
Si 6.589 -1.361 24.633 0.006 0.134 -0.108
Si 6.606 -6.6 23.218 -0.047 -0.096 -0.168
Si 11.47 6.817 28.992 0.056 -0.11 0.054
Si -10.093 11.454 28.884 0.007 -0.058 0.121
Si 6.213 28.372 24.755 0.071 0.07 -0.135
Si 19.023 24.495 28.952 0.044 0.065 -0.022
Si 6.637 38.805 27.692 -0.023 0.098 -0.049
Si 9.504 29.858 25.091 -0.046 -0.001 -0.053
Si 19.75 48.833 26.684 0.043 0.018 -0.078
Si 31.783 43.77 24.97 0.022 -0.184 -0.193
Si 1.263 34.82 25.151 -0.089 0.035 -0.112
Si 1.657 42.124 29.404 0.104 -0.043 0.034
Si 3.49 51.692 22.614 0.051 -0.003 0.039
Si 21.896 61.038 24.56 -0.039 -0.028 -0.14
Si 5.611 65.423 22.265 -0.073 0.035 -0.033
Si 16.038 62.178 25.148 0.107 -0.123 -0.045
Si 7.907 65.663 26.95 -0.068 0.027 0.028
Si -1.755 2.335 29.255 -0.018 -0.101 0.111
Si 7.74 4.769 29.214 -0.109 -0.103 0.092
Si 17.241 18.071 24.813 -0.027 -0.083 -0.103
Si 25.298 22.594 27.582 0.038 -0.025 0.008
Si 33.068 27.424 21.834 0.062 -0.575 -0.33
Si 8.42 19.234 22.224 0.034 -0.071 -0.005
Si 23.48 26.319 29.693 -0.055 0.057 0.141
Si 6.699 45.802 24.28 -0.13 0.041 -0.061
Si 21.689 37.585 22.529 -0.023 -0.104 -0.204
Si 2.96 35.628 22.597 0.03 0.051 -0.043
Si 24.785 57.537 25.467 -0.002 -0.006 -0.125
Si 11.633 53.217 29.922 -0.094 -0.044 -0.04
Si 4.762 59.151 26.729 -0.024 -0.006 -0.016
Si 18.35 68.599 26.333 0.014 -0.064 0.145
Si 15.095 66.264 23.081 0.101 0.066 -0.048
Si -0.768 -5.971 26.26 0.088 0.057 -0.002
Si -8.081 8.807 22.514 0.03 0.026 0.029
Si -15.935 16.311 27.179 0.061 -0.055 -0.093
Si 1.482 5.139 29.954 0.166 -0.015 -0.008
Si -3.791 23.932 25.553 0.049 -0.038 -0.035
Si -1.495 23.776 30.194 -0.331 0.299 0.466
Si 2.412 21.717 27.743 0.106 0.068 -0.003
Si 8.734 26.891 25.326 -0.015 -0.009 0.061
Si -7.728 35.174 28.934 -0.166 -0.035 -0.069
Si -5.793 42.235 25.939 -0.013 -0.079 -0.079
Si -7.291 53.175 24.342 -0.043 0.045 0.085
Si -5.616 32.852 28.995 0.067 0.042 0.084
Si -8.188 29.724 22.601 -0.051 -0.071 -0.033
Si 2.779 45.669 22.46 0.093 -0.062 0.001
Si -8.159 43.711 25.281 -0.012 -0.006 -0.076
Si 5.4 60.906 28.931 0.002 0.005 0.095
Si 7.848 2.37 22.237 -0.035 0.043 -0.116
Si 9.528 5.434 26.98 -0.024 -0.013 -0.03
Si 15.1 -2.137 29.225 -0.061 0.073 0.001
Si -10.835 16.431 28.942 0.056 0.023 0.13
Si 2.357 29.666 22.298 0.092 0.154 0.111
Si 25.836 37.7 27.904 -0.071 0.056 -0.158
Si 18.649 24.301 21.841 -0.091 0.586 -0.366
Si 11.94 53.021 23.699 -0.157 -0.009 -0.138
Si -2.52 39.776 29.009 0.264 0.144 0.589
Si 14.085 48.936 26.717 -0.008 0.047 -0.019
Si 4.281 47.695 29.398 -0.067 0.066 0.109
Si 3.82 57.726 22.852 0.152 -0.08 0.096
Si 11.205 41.103 23.15 0.052 0.139 -0.233
Si 14.744 56.974 24.749 0.019 0.025 -0.075
Si 13.036 62.373 22.446 0.124 0.029 -0.056
Si 2.224 63.495 25.494 -0.093 -0.029 -0.091
Si -0.177 5.17 22.484 -0.016 -0.049 -0.114
Si 16.651 11.457 25.203 0.033 0.138 0.048
Si 2.61 15.091 29.062 0.006 -0.095 0.098
Si 24.649 -4.114 27.988 -0.001 0.027 0.125
Si 19.736 12.344 29.234 0.099 0.057 0.177
Si 1.705 19.836 30.011 0.01 0.033 0.078
Si 8.791 7.635 25.211 -0.018 -0.037 -0.021
Si 12.671 39.276 24.951 0.032 -0.152 -0.037
Si 17.935 37.125 29.665 0.032 -0.026 0.005
Si 4.558 37.353 29.185 -0.091 -0.056 -0.025
Si 10.156 37.424 24.796 0.051 0.142 -0.052
Si 22.718 43.318 27.471 -0.197 0.011 0.045
Si 9.496 63.847 23.938 0.063 -0.035 -0.011
Si 16.588 36.86 26.957 -0.016 -0.116 0.097
Si 16.134 54.523 22.515 -0.018 0.11 -0.048
Si 14.938 74.838 25.853 0.061 -0.086 -0.12
Si -10.723 -11.49 22.375 0.065 0.031 -0.062
Si -1.844 -11.208 25.033 0.051 -0.062 0.023
Si -2.507 6.905 26.968 -0.113 -0.033 -0.051
Si -5.622 10.752 22.448 -0.045 0 -0.024
Si -9.071 20.762 29.443 -0.076 -0.041 0.088
Si -8.513 7.577 29.899 -0.035 0.064 0.125
Si -17.678 16.289 29.508 0.294 0.282 0.431
Si -9.4 30.33 26.801 -0.035 -0.049 0.042
Si 4.582 34.176 29.438 0.07 -0.07 0.095
Si 8.068 24.855 23.109 -0.11 0.006 -0.078
Si -12.836 60.767 22.573 0.083 0.104 0.048
Si 8.17 47.807 22.843 -0.018 -0.004 -0.076
Si -5.522 30.246 27.505 -0.016 -0.104 0.035
Si -5.045 40.129 27.706 -0.015 -0.009 -0.011
Si -9.072 37.972 24.889 0.12 -0.089 0.022
Si 6.053 56.493 27.064 -0.007 -0.025 -0.046
Si -4.419 7.365 24.503 -0.022 -0.046 0.06
Si 11.983 9.676 29.833 0.13 -0.04 -0.044
Si 0.774 14.253 25.017 -0.091 -0.059 -0.19
Si 22.982 23.337 25.477 0.033 0.037 0.053
Si -5.858 16.165 24.907 0.104 0.144 0.003
Si 11.036 20.736 22.368 0.117 -0.001 0.051
Si 21.659 32.93 26.672 -0.059 -0.086 -0.085
Si 1.764 29.518 25.431 -0.015 0.007 0.052
Si 5.263 25.412 27.407 -0.04 0.006 0.029
Si -0.201 45.811 22.945 0.043 0.051 -0.083
Si -4.345 26.854 29.748 0.069 0.009 0.024
Si 1.172 56.877 23.213 0.075 -0.025 -0.059
Si -2.503 64.125 24.781 -0.126 -0.054 0.01
Si -12.506 45.919 25.443 -0.106 -0.091 -0.049
Si 11.15 58.962 26.131 0.031 -0.094 -0.069
Si 9.7 50.89 29.521 -0.158 0.084 0.011
Si 0.623 74.537 23.624 -0.135 -0.003 0.003
Si 16.2 -4.929 28.761 0.025 0.055 0.118
Si 18.874 7.286 28.02 0.25 0.029 -0.02
Si 20.889 21.067 25.819 -0.106 0.046 0.069
Si 8.485 28.999 29.009 0.002 0.126 0.037
Si 7.784 17.683 24.602 0.003 0 0.043
Si 11.862 46.944 26.229 -0.132 0.134 0.028
Si 16.855 21.91 22.371 -0.088 -0.122 -0.02
Si 12.71 36.946 29.474 -0.124 -0.02 0.144
Si 38.898 18.836 27.053 0.078 0.069 0.054
Si 28.646 34.688 27.329 0.109 0.051 0
Si 12.066 50.245 24.851 -0.034 -0.068 0.086
Si 7.988 50.251 24.378 -0.044 0.003 0.213
Si 0.047 54.757 28.613 0.088 -0.128 0.109
Si 1.947 59.322 27.077 -0.17 0.021 0.027
Si 10.329 61.431 22.641 -0.013 0.114 0.044
Si 27.486 69.177 24.832 0.013 -0.011 -0.043
Si 9.828 61.433 25.463 0.085 0.104 -0.113
O -4.558 -6.992 24.782 0.146 0.338 0.152
O -0.34 -5.444 20.887 0.05 -0.097 0.296
O -1.401 7.204 31.405 0.1 0.102 -0.292
O 2.732 5.224 30.976 -0.203 0.39 0.614
O -7.936 2.377 23.742 -0.016 0.125 0.482
O 0.803 4.22 26.842 0.063 0.023 0.241
O 9.465 9.812 22.907 0.023 -0.111 0.229
O 0.449 17.28 32.144 -0.126 -0.133 0.057
O 1.448 20.997 31.112 0.34 0.28 -0.12
O -1.198 4.88 23.704 -0.141 0.545 0.02
O 2.379 11.127 29.209 -0.314 0.025 -0.034
O -4.702 11.247 23.696 -0.013 0.518 -0.098
O 1.968 20.396 28.541 0.001 -0.402 -0.382
O -9.716 15.313 28.614 0 -0.139 -0.362
O 7.843 25.135 30.541 -0.048 -0.178 -0.253
O 4.405 23.247 31.424 0.003 0.102 -0.167
O -15.368 17.556 26.344 0.396 0.179 0.169
O 0.701 26.962 23.357 -0.149 -0.04 0.272
O -2.97 16.375 29.6 -0.341 0.503 -0.252
O 13.851 22.674 29.527 0.115 0.034 -0.579
O 0.406 26.716 30.45 0.416 -0.016 0.094
O 8.256 27.444 29.381 0.306 -0.236 0.306
O 14.278 39.096 25.268 0.254 -0.027 -0.4
O 3.175 31.092 30.213 0.155 -0.412 -0.547
O 4.809 42.953 27.531 -0.078 -0.546 0.42
O 0.886 32.479 30.472 -0.068 -0.312 -0.241
O 4.759 27.71 24.471 0 -0.363 -0.562
O 0.116 40.717 25.764 0.051 0.01 -0.427
O -4.269 33.544 28.432 0.447 -0.449 0.303
O -3.558 45.61 29.77 -0.072 -0.055 -0.51
O -6.072 31.643 28.055 -0.538 0.111 -0.052
O 20.476 36.637 23.056 0.074 0.266 0.371
O 5.525 44.507 30.281 -0.285 -0.006 0.126
O -10.957 45.608 25.145 0.163 -0.052 0.377
O -2.852 49.774 25.471 0.349 0.161 -0.366
O 7.347 42.426 28.408 0.444 -0.038 0.066
O -3.138 43.633 28.121 0.316 -0.236 -0.032
O -17.258 51.698 28.409 0.1 0.171 0.416
O 9.469 50.029 28.152 -0.343 -0.182 0.1
O -3.981 36.115 28.117 -0.228 0.377 -0.413
O 2.208 53.469 20.208 0.283 0.185 0.232
O 1.638 52.659 31.411 -0.035 0.176 -0.152
O 2.622 57.253 23.852 -0.121 -0.169 0.459
O -0.302 47.413 23.055 -0.185 0.222 0.172
O -0.973 59.326 27.874 -0.486 -0.369 0.271
O -1.013 66.16 21.488 0.307 -0.435 -0.037
O -0.58 66.832 30.01 0.328 -0.21 0.019
O 5.495 60.683 30.518 0.403 -0.155 -0.16
O 18.688 -1.478 28.41 -0.285 -0.012 -0.293
O 3.014 4.267 25.559 0.106 -0.221 -0.496
O 9.91 -0.831 30.174 0.265 -0.488 -0.141
O 11.571 0.693 31.803 0.387 -0.163 -0.384
O -1.281 12.26 30.827 -0.178 0.087 -0.308
O 4.127 7.291 31.756 -0.121 -0.112 0.062
O 4.753 11.914 28.467 -0.086 0.018 -0.721
O 15.639 8.83 24.526 -0.223 -0.554 -0.085
O 8.599 8.549 30.913 0.728 0.383 -0.262
O 2.393 8.966 30.732 -0.138 -0.285 -0.1
O 9.831 12.711 31.518 -0.071 0.021 -0.348
O 11.334 10.636 30.942 -0.057 0.201 -0.184
O 5.741 16.977 30.442 0.209 0.256 -0.072
O 8.339 18.991 23.812 0.086 0.328 0.464
O -1.129 28.595 31.432 -0.026 0.007 -0.064
O 12.422 22.378 25.962 0.213 -0.158 -0.185
O 3.317 21.012 24.763 0.216 0.019 -0.596
O 10.113 21.606 26.991 -0.163 -0.22 -0.037
O 12.857 29.653 32.037 -0.174 0.056 -0.013
O 9.675 23.446 31.409 0.091 0.144 -0.246
O 4.716 35.781 29.485 0.048 0.102 0.415
O 33.472 14.169 20.33 -0.392 0.084 0.184
O 8.881 22.498 20.296 -0.302 -0.264 0.257
O 4.394 28.934 31.285 -0.021 -0.115 -0.44
O 0.718 36.475 28.467 -0.189 -0.126 -0.064
O -4.246 39.741 26.37 -0.043 0.135 0.116
O 9.707 36.341 28.733 0.436 -0.109 -0.033
O 6.078 34.017 25.731 -0.266 0.233 -0.713
O -4.79 37.599 30.428 -0.348 -0.088 -0.001
O 18.464 29.435 23.86 0.219 -0.151 -0.018
O 6.738 44.817 27.963 0.2 0.377 -0.308
O 2.655 41.132 30.235 -0.085 0.041 -0.498
O 7.623 46.163 30.182 0.043 0.125 -0.122
O 7.003 42.572 21.662 0.027 -0.551 0.341
O -5.149 56.003 23.459 0.272 -0.475 0.176
O 13.3 47.528 26.724 0.299 -0.228 0.364
O 2.72 47.166 32.583 -0.131 -0.329 0.43
O 0.864 56.114 28.43 -0.116 0.102 -0.245
O 8.118 58.194 30.547 -0.495 0.262 -0.179
O 6.778 61.488 28.348 0.107 0.128 -0.119
O 0.793 58.984 25.997 0.259 -0.188 -0.781
O 0.137 54.295 30.151 -0.086 0.025 -0.158
O 5.973 54.342 23.86 -0.132 0.499 -0.19
O 6.867 66.23 28.076 0.055 0.773 0.113
O 6.723 1.238 22.091 -0.129 0.157 -0.241
O 9.128 -0.472 27.659 0.645 0.122 -0.333
O 14.86 3.411 25.861 -0.054 -0.525 0.242
O 12.032 6.495 23.155 0.554 0.441 -0.366
O 13.398 9.155 30.46 0.439 -0.085 -0.266
O 7.999 8.154 28.425 -0.135 -0.306 -0.264
O 18.74 -1.918 23.892 0.628 0.396 -0.138
O 4.031 15.799 28.858 -0.02 0.224 -0.044
O 13.542 20.144 30.441 -0.038 -0.231 -0.105
O 11.152 20.186 23.879 -0.344 0.321 0.193
O 10.514 15.198 26.199 0.018 -0.205 0.156
O 9.628 17.918 31.408 -0.141 0.083 -0.193
O 27.165 16.368 20.8 0.1 0.159 0.452
O 11.538 21.819 30.592 -0.391 -0.071 -0.39
O 6.098 21.468 30.362 -0.415 -0.161 -0.067
O 15.494 23.956 20.19 -0.026 -0.017 0.243
O 16.749 18.87 29.984 -0.133 -0.048 -0.51
O 17.334 20.48 21.802 -0.395 -0.261 0.462
O 15.279 22.117 22.075 0.065 -0.218 0.481
O 5.173 19.592 26.086 -0.345 -0.176 -0.548
O 10.908 27.76 30.534 -0.367 0.228 -0.203
O 17.881 45.108 31.671 -0.036 -0.291 -0.367
O 11.095 32.361 30.49 0.103 -0.607 -0.215
O 6.855 43.079 25.956 -0.18 -0.18 -0.26
O 6.28 41.993 30.726 -0.334 -0.605 0.249
O 0.027 43.217 26.191 -0.01 0.315 0.366
O 11.698 42.271 22.11 0.028 0.143 0.258
O 23.256 39.018 26.103 -0.029 0.51 -0.126
O 22.802 36.681 21.764 0.069 -0.135 0.311
O 11.688 43.335 30.375 0.035 -0.784 -0.141
O 16.072 45.153 24.412 0.103 0.397 0.407
O 12.24 52.789 31.364 -0.164 -0.073 0.25
O 12.373 40.548 28.827 -0.224 0.505 0.351
O 8.205 49.398 23.026 0.22 0.406 -0.33
O 14.324 43.516 30.439 0.098 0.108 0.254
O 16.715 51.326 26.168 0.193 0.31 -0.346
O 18.756 58.032 27.905 0.546 -0.325 -0.046
O 9.006 61.776 31.614 -0.199 -0.17 -0.296
O 10.278 57.653 29.11 -0.427 -0.517 0.055
O 3.556 59.202 22.299 -0.122 0 -0.433
O 11.919 61.205 22.522 0.293 -0.385 0.02
O 20.787 50.031 26.321 -0.035 -0.142 0.307
O 15.98 65.332 32.181 -0.033 -0.083 -0.081
O 7.016 58.454 21.693 0.109 -0.021 0.227
O -7.637 -5.592 28.494 -0.036 -0.251 -0.097
O 1.811 8.145 23.61 0.157 0.247 0.015
O 7.026 -0.639 26.001 -0.062 -0.011 0.128
O 4.209 0.726 21.759 -0.149 -0.252 0.314
O 12.373 8.842 24.114 0.398 -0.023 -0.514
O 3.265 7.062 21.653 -0.402 0.232 -0.107
O -4.679 9.879 21.483 0.292 -0.152 -0.059
O 3.593 6.313 24.093 0.633 0.175 -0.124
O 5.234 11.296 20.952 -0.079 0.285 0.164
O -9.803 17.136 23.743 -0.392 0.145 0.34
O 6.328 15.37 21.763 -0.051 0.007 0.197
O 1.258 5.741 22.954 -0.018 -0.479 0.329
O 0.908 22.027 23.923 -0.437 0.611 0.449
O 1.069 19.654 24.865 -0.242 0.105 0.027
O 0.147 10.092 30.034 -0.21 0.01 -0.358
O 5.44 21.766 20.886 -0.118 -0.104 0.441
O 7.198 23.85 24.039 -0.01 -0.168 -0.286
O 5.765 24.5 26.175 0.047 0.223 -0.439
O 3.835 29.209 21.808 0.457 0.004 0.437
O 9.026 28.669 21.749 0.155 -0.349 0.037
O 1.307 28.733 21.52 0.076 0.163 -0.407
O 14.384 25.568 23.503 0.548 0.447 -0.406
O -1.604 27.073 25.689 -0.395 0.123 -0.057
O -2.805 30.041 21.135 -0.012 -0.16 0.35
O -6.516 29.097 28.086 0.061 -0.583 -0.18
O 11.061 38.127 21.048 -0.152 -0.141 0.179
O 5.91 29.558 25.819 -0.652 0.271 -0.087
O -6.064 41.278 27.222 -0.732 0.277 0.204
O -7.849 51.309 20.741 0.254 0.236 0.607
O 2.896 40.711 20.966 -0.188 0.052 0.245
O -0.942 42.672 23.729 -0.09 -0.406 0.213
O -4.995 49.184 23.876 -0.45 0.202 -0.461
O -2.789 51.555 20.984 0.092 -0.011 0.367
O -11.044 57.796 23.536 0.066 -0.387 0.399
O 8.378 51.618 30.179 -0.234 -0.083 -0.329
O -1.216 49.713 21.99 -0.09 -0.203 0.343
O 1.196 55.342 22.667 0.54 -0.285 0.072
O -7.322 54.213 23.084 -0.151 -0.038 -0.567
O -2.282 44.228 25.633 -0.138 0.026 -0.299
O -2.699 57.035 23.58 0.205 0.1 -0.399
O -0.636 66.112 26.395 -0.044 0.253 0.235
O -1.984 61.747 21.718 0.126 0.265 0.351
O 3.694 56.737 21.582 -0.432 0.098 -0.072
O -2.482 63.245 30.266 -0.426 0.368 -0.206
O -8.967 64.037 29.305 -0.235 -0.66 0.367
O 4.319 61.548 21.421 0.581 0.255 0.236
O 0.16 69.078 21.757 -0.313 -0.323 0.113
O 10.616 4.569 26.163 0.047 -0.326 0.065
O 9.113 1.984 21.321 0.354 0.157 0.058
O 13.604 2.577 20.561 -0.163 0.202 0.476
O 0.135 9.428 22.102 -0.113 -0.306 -0.116
O 3.747 12.841 30.77 0.15 -0.219 0.065
O 9.405 10.428 27.98 0.021 0.355 0.551
O -3.701 14.686 21.626 0.327 -0.505 0.099
O 2.706 13.589 28.475 -0.215 -0.189 -0.705
O 4.875 17.534 21.643 0.083 0.245 0.1
O 8.188 13.704 20.938 0.104 -0.184 0.389
O 4.134 24.651 28.271 0.249 -0.528 0
O 8.768 17.825 21.508 -0.215 -0.139 0.255
O 11.953 19.773 26.206 0.188 -0.085 0.651
O 4.318 15.852 23.524 0.243 -0.148 0.198
O 11.466 24.794 26.362 0.021 0.174 -0.163
O 16.427 38.323 21.049 -0.112 -0.005 0.282
O 1.644 31.082 25.748 -0.433 0.171 -0.185
O 16.108 22.971 30.781 0.312 0.196 -0.196
O 7.423 30.848 21.69 -0.019 -0.1 0.339
O 7.199 29.53 28.176 -0.485 -0.257 0.188
O 5.947 26.98 30.541 -0.133 0.021 -0.111
O 16.465 32.841 20.994 0.181 -0.174 0.591
O 8.611 38.93 20.498 -0.542 -0.059 0.313
O 25.112 38.154 24.269 0.052 0.398 -0.262
O 19.862 48.562 28.273 -0.296 0.472 0.035
O 1.926 49.246 26.265 -0.071 0.072 -0.071
O 12.388 51.501 23.935 0.555 -0.015 -0.286
O 10.273 49.881 30.637 -0.402 -0.292 0.129
O 13.858 49.624 28.17 -0.369 0.208 0.175
O -1.741 47.366 30.306 0.076 -0.057 -0.604
O 6.399 50.425 24.605 0.004 -0.068 -0.052
O 3.274 44.864 26.553 -0.402 0.124 0.378
O 10.402 41.528 24.491 -0.324 0.145 -0.098
O 5.444 46.771 28.792 -0.047 -0.144 -0.518
O 12.451 59.511 20.04 -0.163 0.164 0.233
O 7.771 47.342 21.352 0.356 -0.407 0.293
O 5.861 55.035 26.392 -0.157 -0.23 0.278
O -0.081 53.272 21.527 -0.552 -0.29 -0.046
O 6.25 72.843 30.303 -0.272 0.066 -0.469
O 3.3 59.721 26.323 0.04 0.296 -0.516
O 4.479 56.626 31.045 0.398 0.171 0.226
O 7.929 53.611 25.457 0.29 0.265 0.373
O 5.595 65.627 30.433 -0.178 0.505 -0.171
O 6.033 64.194 21.316 -0.107 -0.085 0.048
O 13.116 62.884 24.001 -0.034 -0.387 0.49
O -2.665 16.282 23.503 0.208 -0.031 0.099
O 17.952 3.666 29.323 -0.404 -0.384 -0.042
O 12.176 4.334 21.657 0.304 -0.107 0.225
O 17.621 -1.663 21.575 -0.208 0.419 0.116
O 10.108 12.048 21.698 0.393 0.263 0.524
O 21.304 5.864 26.335 0.601 -0.007 -0.489
O 17.529 2.114 31.915 -0.106 0.611 -0.476
O 12.844 6.762 25.679 0.064 -0.5 0.018
O 16.06 10.555 26.42 -0.039 -0.192 0.46
O 18.594 14.995 30.658 -0.367 0.747 -0.047
O 14.903 12.583 21.814 -0.041 0.264 0.047
O 12.321 20.082 21.659 0.267 -0.049 0.279
O 2.228 22.968 28.725 -0.067 -0.077 0.116
O 6.811 10.392 27.802 -0.464 -0.295 -0.219
O 25.637 26.212 26.673 -0.014 0.416 0.183
O 11.668 14.71 28.404 0.472 0.135 -0.127
O 3.992 32.227 26.085 -0.01 -0.336 -0.708
O 19.155 18.954 20.813 -0.033 -0.149 0.539
O 13.39 23.875 21.649 -0.264 -0.296 -0.272
O 12.012 42.84 25.985 0.416 -0.272 -0.46
O 15.4 24.865 29.116 -0.133 0.219 -0.276
O 18.413 31.99 28.075 -0.334 -0.615 0.051
O 13.822 35.599 24.163 -0.182 0.212 0.108
O 8.837 25.905 24.06 0.538 0.067 -0.186
O 21.819 32.637 21.008 0.256 0.048 0.6
O 18.843 43.35 28.718 0.248 0.35 0.188
O 28.654 34.236 22.366 0.016 -0.056 -0.383
O 8.947 56.251 24.631 0.237 -0.215 0.414
O 10.471 49.168 20.792 0.121 -0.141 0.26
O 23.33 47.316 23.854 -0.431 0.449 0.202
O 10.659 33.258 24.081 0.117 -0.387 0.408
O 10.636 53.263 24.656 0.104 0.101 0.365
O 10.655 47.969 26.72 -0.194 -0.228 0.24
O 9.155 56.435 21.87 -0.252 0.05 0.33
O 17.615 49.06 21.753 0.177 0.526 -0.07
O 10.816 52.031 29.206 -0.008 0.017 -0.244
O 11.687 58.178 22.153 -0.439 0.164 0.282
O 9.634 60.82 23.968 -0.439 -0.565 -0.027
O 15.063 55.504 21.813 -0.484 0.202 0.371
O 7.903 63.755 23.724 -0.197 -0.002 -0.387
O 18.382 59.111 20.01 0.314 0.042 0.293
O 12.596 63.607 21.504 0.075 0.072 0.219
O 17.214 57.912 22.022 -0.028 0.112 0.067
O -12.728 -2.082 26.279 0.509 -0.023 -0.228
O -1.206 -1.872 25.481 0.153 0.064 0.444
O 4.123 7.099 28.48 0.311 0.433 0.255
O 3.964 2.972 30.232 0.386 -0.801 -0.06
O -14.135 14.895 24.652 0.354 -0.337 0.238
O 0.177 -1.89 29.986 -0.038 0.094 0.412
O -5.949 4.524 23.572 -0.367 0.059 0.12
O 11.998 10.585 28.481 0.413 0.085 -0.124
O 17.905 6.338 28.896 -0.546 0.082 -0.081
O -1.853 2.359 23.494 0.049 -0.019 -0.203
O 3.875 4.594 28.299 -0.027 -0.113 -0.22
O 8.584 7.976 21.167 -0.181 -0.082 -0.013
O 11.204 17.619 24.981 0.24 -0.082 0.284
O -0.527 17.672 24.197 -0.066 0.027 0.084
O 14.037 24.493 25.856 0.365 0 0.726
O -8.79 35.132 27.706 -0.592 0.131 0.317
O 10.849 30.276 25.877 0.641 0.322 -0.325
O -2.784 13.717 23.798 -0.243 -0.303 0.35
O 7.104 25.574 22.018 0.037 -0.024 0.095
O 0.39 28.772 25.842 -0.146 0.01 -0.073
O 5.619 33.333 30.384 0.509 -0.059 -0.317
O 9.402 56.189 31.569 0.114 0.015 -0.322
O 0.47 42.582 30.401 -0.014 0.409 -0.054
O 3.258 46.648 30.102 0.084 -0.112 -0.069
O 4.127 50.603 21.632 0.348 -0.111 0.357
O 3.844 44.648 21.786 0.142 -0.36 0.507
O -1.19 40.683 21.769 -0.42 -0.062 0.325
O -4.359 47.424 22.01 0.228 -0.216 0.016
O -2.815 57.178 20.61 0.119 0.082 -0.033
O -5.267 50.505 26.105 0.054 0.576 0.37
O -3.472 53.762 29.037 0.478 -0.497 -0.217
O -3.654 58.112 30.163 0.134 0.533 0.055
O -7.083 62.375 28.652 0.459 -0.226 0.012
O -6.288 63.036 25.252 0.398 0.498 0.583
O 14.915 -3.893 31.71 -0.119 -0.122 -0.011
O 4.227 -3.396 28.513 -0.13 -0.308 0.231
O 4.944 -0.896 28.222 0.015 0.223 -0.213
O -0.017 -2.982 23.557 -0.467 -0.324 -0.116
O 10.149 5.905 21.37 -0.286 -0.538 0.088
O 23.843 -8.263 26.686 0.314 0.431 0.195
O -9.127 12.736 28.894 0.292 -0.113 -0.266
O 0.041 15.12 26.155 -0.401 -0.121 0.034
O 8.035 14.473 30.665 0.047 0.416 -0.07
O 18.85 26.446 25.251 -0.012 -0.408 0.34
O 6.749 19.917 28.157 -0.005 -0.034 0.021
O 17.607 10.55 24.268 0.553 0.01 0.098
O 17.795 21.801 26.435 -0.688 0.223 -0.11
O 6.541 25.713 28.338 0.027 -0.252 -0.003
O 11.191 26.058 28.597 -0.159 0.081 0.109
O 18.375 36.072 30.816 -0.1 -0.26 0.046
O -1.464 45.282 22.058 -0.515 -0.019 0.359
O 5.361 37.816 27.859 -0.194 -0.199 -0.539
O -4.473 45.414 26.756 -0.236 -0.277 0.335
O -0.317 44.696 19.824 0.397 -0.355 -0.242
O 9.631 47.225 23.208 -0.062 -0.311 0.194
O 8.482 40.714 30.112 0.415 -0.224 -0.343
O 1.207 45.289 22.299 -0.127 -0.453 -0.326
O 3.643 50.623 31.398 -0.072 -0.125 -0.453
O -4.548 53.212 22.071 -0.48 0.522 0.087
O -1.812 55.629 25.611 -0.41 0.051 0.595
O 9.652 58.347 26.165 -0.153 0.121 0.133
O 11.062 60.592 26.095 0.473 0.395 0.21
O 1.126 62.355 25.91 0.2 -0.385 0.321
O 9.626 60.738 21.382 -0.133 -0.403 0.116
O 11.383 71.07 30.2 -0.027 -0.016 -0.231
O 8.519 -4.083 26.382 -0.489 0.176 -0.01
O 14.544 8.356 26.9 0.036 0.151 0.535
O 6.916 9.637 22.095 -0.26 -0.014 0.432
O 12.73 4.03 24.585 0.027 0.132 -0.045
O 10.996 22.305 21.968 0.414 0.179 0.382
O -14.571 4.874 20.097 0.111 0.247 0.275
O 5.704 22.046 25.255 -0.059 0.055 -0.289
O 29.621 -0.333 26.07 -0.383 -0.052 -0.06
O 8.051 19.752 30.433 0.196 -0.251 -0.202
O 19.644 13.445 21.043 0.153 -0.134 0.224
O 12.348 21.051 28.28 -0.098 -0.088 -0.211
O 16.414 5.231 30.701 -0.302 -0.491 -0.114
O 18.19 33.69 26.111 0.179 0.12 0.444
O 14.696 18.052 21.89 -0.035 -0.132 0.224
O 11.089 15.839 30.687 -0.43 -0.24 -0.269
O 15.212 27.984 21.698 -0.269 0.076 0.532
O 9.236 24.123 22.288 0.003 0.072 -0.004
O 7.048 19.867 21.676 -0.321 -0.286 0.264
O 18.332 31.17 21.819 -0.034 0.481 0.3
O 18.329 29.69 32.022 -0.353 0.328 -0.102
O 14.702 40.17 27.7 -0.01 0.307 0.099
O 11.627 38.074 24.522 0.138 -0.149 -0.146
O 8.635 34.256 25.456 -0.092 -0.533 -0.176
O 16.014 34.437 24.936 -0.075 -0.429 -0.418
O 17.237 41.432 28.136 -0.358 -0.687 0.135
O -3.894 56.243 28.363 -0.342 -0.121 -0.614
O 8.673 49.524 25.676 -0.149 -0.065 0.276
O 19.313 37.729 29.05 -0.015 0.288 -0.26
O 6.351 60.328 23.332 -0.008 0.347 -0.592
O 5.539 64.88 23.789 -0.602 0.035 0.196
O 16.876 53.621 27.565 0.429 0.357 -0.317
O 14.862 55.118 28.247 -0.003 -0.117 -0.275
O 10.816 65.365 20.684 0.042 0.211 0.304
O 7.701 58.407 24.341 0.102 0.505 0.187
O 2.093 -7.845 30.407 -0.542 0.284 -0.252
O -7.849 6.257 26.029 -0.369 -0.136 0.157
O -1.023 -3.598 28.582 -0.147 -0.089 -0.169
O 11.155 8.313 29.538 -0.461 -0.132 -0.067
O -17.292 11.839 24.271 -0.279 -0.372 0.049
O 1.408 2.173 25.352 0.387 0.245 -0.531
O -7.993 8.953 26.045 -0.213 0.438 -0.247
O -0.909 6.244 21.521 -0.177 0.069 0.395
O -8.954 18.182 26.093 0.352 -0.132 0.164
O 5.365 5.522 20.92 -0.035 -0.096 0.514
O -0.162 14.163 23.681 0.088 0.261 -0.403
O 2.126 15.563 22.103 -0.206 0.543 -0.063
O 6.982 28.933 23.439 -0.405 -0.062 -0.39
O 2.151 24.742 23.385 0.348 0.103 0.58
O 8.585 29.89 30.363 0.173 0.456 -0.09
O 1.337 36.242 25.924 0.52 0.184 -0.096
O 9.861 37.352 26.381 0.134 -0.141 0.226
O 12.62 25.853 30.849 -0.198 -0.143 -0.123
O 18.789 42.328 26.301 0.147 -0.372 -0.337
O 6.138 38.251 23.769 -0.06 0.734 0.013
O -6.585 33.829 21.752 -0.003 -0.203 0.104
O -5.862 38.902 28.341 0.049 -0.045 0.503
O -6.014 59.828 30.488 0.7 0.184 -0.485
O 1.867 36.466 21.75 0.014 -0.158 -0.049
O 0.357 49.685 24.146 0.02 0.479 -0.131
O 8.713 51.643 24.021 -0.097 -0.238 -0.325
O 5.332 54.321 30.239 0.116 -0.431 -0.552
O -7.174 66.815 31.128 0.112 0.086 -0.438
O -1.357 71.106 26.981 0.207 0.203 -0.001
O 1.662 65.446 30.414 0.346 0.39 -0.249
O 9.83 65.413 24.08 0.51 0.046 0.006
O -1.02 60.808 25.575 -0.395 -0.021 0.049
O -2.283 65.143 23.561 -0.519 -0.049 -0.005
O 10.366 6.488 27.872 -0.246 0.216 -0.052
O -3.336 13.925 30.481 -0.635 -0.401 -0.105
O 5.369 5.109 31.192 0.183 -0.005 -0.322
O 8.049 7.798 23.769 -0.295 -0.358 -0.192
O 7.199 3.776 21.766 0.182 0.323 0.376
O 0.143 0.583 23.842 0.505 -0.263 -0.266
O 13.54 8.064 20.822 0.085 -0.129 0.557
O 0.158 25.193 25.126 0.159 -0.261 0.315
O -2.928 18.791 24.152 0.199 0.258 -0.003
O 11.259 15.28 23.786 -0.365 -0.277 -0.277
O 18.243 8.773 28.224 -0.223 0.137 -0.383
O 7.894 22.91 26.415 -0.084 -0.359 -0.215
O 13.559 35.926 30.389 0.018 -0.161 -0.312
O -1.045 34.177 31.264 -0.006 -0.118 -0.336
O -0.954 16.658 27.983 -0.282 0.12 -0.254
O 3.743 47.443 25.938 -0.009 0.098 0.012
O 7.17 27.287 25.504 -0.296 -0.117 0.586
O 21.189 33.767 27.934 0.189 0.386 -0.216
O 10.175 40.186 22.291 -0.515 -0.073 0.271
O 9.49 43.431 26.123 0.171 0.419 0.542
O 4.037 61.13 24.042 -0.179 0.467 0.256
O 5.039 48.682 30.435 0.531 -0.016 -0.199
O -2.989 46.149 32.275 0.324 0.167 0.184
O 10.688 54.473 30.283 -0.033 0.443 -0.298
O 3.058 33.711 29.747 -0.06 0.266 0.382
O 2.973 47.072 21.658 0.366 0.143 -0.233
O 4.157 53.148 22.398 -0.447 0.377 0.18
O 14.558 58.283 25.658 -0.433 0.119 0.174
O -3.239 53.966 24.267 -0.056 0.518 0.109
O 5.461 52.527 25.755 -0.265 0.123 0.541
O 1.648 64.957 25.828 0.101 0.185 0.262
O 6.042 62.503 24.963 0.167 0.092 0.634
O 6.345 70.634 28.565 -0.03 -0.107 -0.218
O 12.005 58.639 27.473 0.271 0.227 -0.08
O 14.854 -1.044 28.102 0.281 -0.271 -0.293
O 2.511 6.789 26.468 -0.381 0.408 -0.186
O 15.162 3.595 28.451 -0.079 0.065 0.119
O 27.134 2.287 24.89 0.215 -0.508 0.316
O 13.639 10.447 25.554 0.031 0.423 0.006
O 18.455 17.411 23.959 0.418 0.401 -0.451
O 10.385 7.511 24.98 0.145 0.289 0.276
O -10.77 17.62 27.864 -0.397 0.008 -0.185
O 20.9 26.777 26.897 0.05 0.35 0.355
O 8.912 16.513 24.629 -0.294 -0.364 0.053
O 17.894 25.474 28.356 0.023 0.123 -0.551
O 28.62 30.035 28.035 0.068 0.393 -0.171
O 24.32 38.116 28.235 -0.065 0.125 0.657
O 11.571 31.833 21.872 -0.039 -0.248 0.554
O 18.489 34.945 23.82 0.036 -0.459 0.204
O 11.066 34.659 26.315 -0.344 0.356 0.222
O 8.955 44.475 21.715 0.12 0.046 0.405
O 16.458 38.442 26.797 0.414 0.227 0.093
O 9.423 33.803 28.989 -0.179 -0.446 -0.297
O 24.641 43.06 23.816 0.377 -0.404 0.141
O 22.978 44.882 22.932 -0.406 0.141 -0.249
O 5.711 48.884 20.687 -0.294 -0.112 0.147
O 22.078 60.049 25.823 0.505 0.009 0.105
O 13.847 66.67 28.183 -0.374 -0.005 -0.133
O 19.162 67.757 27.514 0.049 -0.567 -0.075
O 5.906 56.354 28.678 0.332 0.411 0.359
O 19.717 55.719 28.901 -0.192 -0.304 -0.503
O -5.226 10.304 26.033 -0.287 -0.328 -0.077
O -7.287 14.434 28.203 0.01 0.39 -0.288
O -2.768 2.926 30.366 -0.221 0.138 -0.208
O 1.956 10.322 20.346 0.335 -0.215 0.076
O -7.623 4.436 27.961 0.058 -0.405 -0.045
O -10.191 10.812 30.367 0.14 -0.034 -0.072
O 1.486 15.913 28.293 -0.011 0.193 0.049
O 1.059 12.794 25.659 0.554 -0.001 0.55
O 1.338 23.04 21.57 -0.13 -0.2 -0.804
O 9.637 23.99 28.064 -0.338 0.007 0.702
O 13.631 34.312 26.446 -0.004 -0.472 -0.004
O -4.155 26.116 22.087 -0.127 0.215 0.292
O 6.368 31.791 27.121 -0.011 -0.079 0.268
O 4.729 38.76 21.594 0.063 0.033 0.191
O 0.885 47.446 30.632 0.189 -0.126 -0.273
O -0.65 48.859 26.456 0.191 -0.568 0.265
O 3.031 45.785 24.045 -0.14 0.111 0.075
O -3.282 36.631 21.843 0.027 0.384 0.02
O 11.818 46.781 24.611 0.238 -0.462 -0.169
O -15.598 47.069 20.16 -0.452 -0.039 0.027
O -9.214 36.445 25.443 -0.022 -0.015 -0.082
O -8.014 30.447 26.005 0.126 0.29 -0.035
O -2.48 51.04 30.41 0.098 -0.145 -0.337
O -2.446 55.848 30.541 0.177 -0.372 0.453
O 1.352 60.459 28.083 0.315 0.331 0.203
O -0.068 56.971 24.225 0.104 0.103 0.073
O 8.353 71.375 30.025 0.253 -0.29 0.42
O -8.093 21.912 28.859 0.267 0.048 0.535
O 6.961 -1.44 31.797 0.14 -0.122 -0.255
O -5.632 12.63 27.198 -0.092 0.045 -0.111
O 7.965 -2.777 20.533 -0.124 0.144 0.342
O 1.045 11.646 31.916 0.352 0.022 -0.25
O 2.705 24.892 30.514 -0.13 0.556 -0.044
O -1.505 34.657 21.901 0.52 -0.145 0.359
O 20.162 23.741 21.649 0.428 0.256 0.303
O 4.149 34.581 31.921 0.036 0.116 -0.023
O 6.36 40.111 28.623 -0.652 0.263 -0.095
O 15.135 36.305 26.503 -0.349 0.361 0.058
O 0.97 42.228 21.84 0.234 0.386 0.278
O 7.967 45.306 25.154 0.403 0.135 0.586
O -1.72 29.169 27.378 -0.187 0.133 -0.237
O 5.239 38.165 30.402 0.629 -0.182 -0.352
O 9.713 44.936 31.19 0.006 0.265 -0.55
O 0.678 38.259 30.355 -0.084 0.148 -0.185
O 1.926 51.825 22.221 -0.276 -0.321 0.468
O 3.83 51.211 24.121 -0.465 -0.26 0.169
O -1.631 53.013 26.183 -0.576 -0.268 0.051
O 8.604 66.803 26.079 -0.067 0.318 0.001
O 2.418 67.783 20.943 -0.034 -0.282 0.24
O -3.391 72.111 28.315 0.329 -0.174 0.368
O 10.119 63.063 22.663 0.265 0.141 -0.317
O 1.965 -4.083 22.428 -0.302 -0.686 -0.061
O 5.081 -5.868 28.285 -0.144 -0.463 0.082
O 24.018 3.514 30.248 -0.111 -0.245 -0.252
O 9.62 20.212 21.809 -0.331 0.242 -0.293
O 13.15 27.797 29.123 0.27 -0.178 0.313
O 15.413 14.75 29.908 0.537 -0.298 0.027
O 12.236 24.179 23.977 -0.523 -0.198 -0.153
O 16.09 27.166 27.922 -0.037 -0.025 0.022
O 19.377 19.053 30.471 0.444 -0.207 -0.46
O 14.145 30.223 29.815 0.168 0.67 -0.178
O 9.213 30.434 23.608 0.409 0.53 -0.247
O 2.998 28.798 26.204 0.11 0.031 0.682
O 13.622 38.162 28.932 0.188 -0.339 -0.143
O 21.83 27.305 20.952 0.03 -0.21 0.051
O 9.704 34.199 31.691 0.062 -0.125 0.122
O 6.726 52.78 21.882 0.084 -0.179 0.568
O 9.539 28.244 24.994 0.243 -0.304 -0.188
O 10.237 35.916 24.191 -0.063 0.222 -0.36
O 19.971 34.444 21.727 -0.272 0.002 0.191
O 19.007 62.968 30.725 0.182 -0.215 -0.304
O 5.572 55.016 21.265 0.65 0.26 0.007
O 12.06 47.954 30.822 0.128 0.028 -0.374
O 15.904 49.567 29.933 0.247 0.388 -0.055
O 12.524 40.33 23.721 0.481 0.162 -0.196
O 4.962 57.563 26.512 -0.214 -0.395 -0.555
O 15.679 53.979 23.953 0.225 -0.227 -0.125
O 16.443 59.943 30.281 0.054 -0.55 -0.022
O 3.95 21.617 27.23 0.579 0.155 0.161
O 7.891 35.493 30.362 -0.525 0.477 0.037
Si -0.08 2.748 8.136 0.02 0.004 0
Si 2.624 -0.006 8.154 -0.002 -0.001 0.008
Si -0.037 8.222 8.245 -0.01 -0.006 0.022
Si 2.68 5.487 8.149 0.009 0.017 0.006
Si 0.018 13.668 8.208 0.006 -0.003 0.005
Si 2.711 10.93 8.229 -0.014 -0.009 0.004
Si 0.033 19.091 8.196 -0.012 -0.007 -0.006
Si 2.72 16.388 8.21 -0.002 -0.006 0.003
Si 0.052 24.541 8.223 0.006 0.001 -0.007
Si 2.759 21.817 8.219 0.005 -0.001 -0.004
Si 0.056 29.963 8.213 0.012 0.002 0.001
Si 2.751 27.242 8.228 -0.007 -0.002 0.006
Si 0.039 35.394 8.159 -0.002 -0.009 -0.004
Si 2.759 32.668 8.195 0.002 -0.011 0.005
Si 0.044 40.825 8.131 0.016 0.021 -0.006
Si 2.764 38.091 8.159 0.002 -0.003 -0.001
Si 0.013 46.228 8.14 -0.001 0.006 -0.001
Si 2.765 43.496 8.177 -0.011 -0.002 0.008
Si -0.041 51.666 8.108 0.001 -0.003 0.002
Si 2.738 48.926 8.122 -0.002 0.006 0
Si -0.07 57.099 8.098 0.033 0.008 0
Si 2.662 54.385 8.14 -0.001 -0.004 0.002
Si -0.097 62.555 8.116 -0.017 -0.015 -0.001
Si 2.602 59.83 8.112 0.013 -0.008 -0.007
Si 5.376 2.76 8.178 0.001 -0.009 0.009
Si 8.114 0.013 8.156 0.005 -0.005 0.003
Si 5.412 8.209 8.156 0.001 -0.004 -0.008
Si 8.106 5.487 8.182 0.008 -0.007 0.005
Si 5.419 13.681 8.229 0.002 -0.016 -0.006
Si 8.158 10.927 8.196 -0.008 -0.002 0.002
Si 5.489 19.107 8.216 0.011 -0.005 0.002
Si 8.18 16.414 8.25 0.015 0.001 0
Si 5.475 24.55 8.231 0.006 -0.004 -0.009
Si 8.225 21.824 8.242 0.007 0 0.001
Si 5.478 29.972 8.217 -0.018 0 -0.008
Si 8.202 27.249 8.236 -0.005 0.004 0.003
Si 5.504 35.393 8.166 0.008 0.008 0.002
Si 8.223 32.676 8.192 -0.003 0.003 -0.006
Si 5.53 40.803 8.143 0.014 0.014 0.002
Si 8.233 38.079 8.138 -0.008 -0.004 0.003
Si 5.488 46.199 8.144 0.001 0.007 -0.005
Si 8.214 43.502 8.092 0 0.008 -0.005
Si 5.439 51.64 8.107 -0.006 -0.013 -0.013
Si 8.201 48.911 8.108 0.011 0.019 -0.011
Si 5.365 57.088 8.123 -0.007 -0.002 -0.012
Si 8.148 54.341 8.105 -0.018 0.005 -0.005
Si 5.373 62.551 8.144 -0.014 -0.002 0.007
Si 8.102 59.832 8.102 -0.005 0.026 -0.001
Si 10.821 2.743 8.153 -0.007 0.003 -0.006
Si 13.55 -0.015 8.108 -0.001 -0.008 -0.006
Si 10.859 8.194 8.191 -0.002 -0.004 0.005
Si 13.535 5.475 8.195 -0.015 0.007 0.007
Si 10.907 13.673 8.205 -0.009 -0.005 0.001
Si 13.612 10.951 8.212 0.013 0.01 0.01
Si 10.948 19.127 8.236 -0.001 0.01 0.009
Si 13.641 16.392 8.2 -0.006 -0.004 0.003
Si 10.95 24.532 8.23 -0.009 0.002 0.002
Si 13.664 21.802 8.2 -0.01 -0.011 -0.01
Si 10.938 29.983 8.228 -0.003 -0.002 0
Si 13.663 27.256 8.227 0 -0.004 0.001
Si 10.943 35.404 8.182 0.005 -0.007 0.007
Si 13.66 32.684 8.194 0.013 0.008 -0.005
Si 10.946 40.794 8.111 -0.006 -0.017 0.001
Si 13.64 38.098 8.143 -0.026 -0.024 -0.003
Si 10.897 46.221 8.092 -0.002 -0.009 0.002
Si 13.65 43.504 8.113 -0.008 0.008 0.006
Si 10.852 51.657 8.129 0.006 0.009 -0.003
Si 13.564 48.974 8.132 0.008 0.008 0.001
Si 10.851 57.088 8.066 0.009 0.005 -0.004
Si 13.567 54.392 8.092 0.018 0.016 -0.005
Si 10.84 62.585 8.117 0.003 0.011 0.002
Si 13.541 59.819 8.082 -0.004 0.007 -0.003
Si 1.302 4.112 9.487 0.004 -0.009 -0.003
Si 4.006 1.368 9.491 -0.003 0.006 -0.009
Si 1.333 9.582 9.583 -0.013 0.003 0.006
Si 4.042 6.85 9.508 0.008 0.008 -0.001
Si 1.369 15.025 9.57 0.004 -0.002 -0.001
Si 4.073 12.296 9.576 -0.003 -0.01 -0.003
Si 1.38 20.465 9.571 0.003 -0.001 -0.002
Si 4.098 17.751 9.558 -0.014 -0.002 -0.011
Si 1.392 25.9 9.608 0 0.001 0.009
Si 4.11 23.187 9.587 0.005 0.004 -0.001
Si 1.405 31.323 9.581 -0.004 0.002 0.004
Si 4.112 28.616 9.58 0.004 -0.003 0.003
Si 1.403 36.74 9.533 0.01 -0.002 0.003
Si 4.136 34.034 9.541 0.001 -0.008 -0.001
Si 1.393 42.151 9.528 0.016 -0.01 0.004
Si 4.142 39.449 9.503 0.009 0.001 -0.004
Si 1.369 47.589 9.497 0.008 0.011 0.008
Si 4.114 44.87 9.522 0 0.008 0.018
Si 1.32 53.007 9.493 0.001 0.009 0.008
Si 4.082 50.296 9.488 0.004 0.002 0.008
Si 1.286 58.444 9.479 -0.012 0.019 0.007
Si 4.024 55.733 9.503 -0.011 -0.001 0.01
Si 1.27 63.928 9.475 0.018 -0.017 -0.003
Si 3.997 61.18 9.469 0.003 0.005 -0.004
Si 6.744 4.12 9.525 -0.008 0.014 0.007
Si 9.468 1.378 9.508 0 -0.001 0.009
Si 6.776 9.562 9.528 -0.002 -0.009 -0.001
Si 9.479 6.84 9.534 -0.015 0 0
Si 6.804 15.033 9.576 -0.008 0.007 -0.005
Si 9.529 12.296 9.539 0.002 -0.008 0
Si 6.846 20.468 9.585 0.005 0.006 -0.004
Si 9.565 17.767 9.587 -0.018 0.004 0.003
Si 6.836 25.901 9.6 -0.016 0.002 0.004
Si 9.579 23.192 9.598 0.001 -0.006 0.004
Si 6.853 31.33 9.571 0.016 -0.003 -0.006
Si 9.569 28.621 9.589 0.008 0.005 -0.001
Si 6.87 36.74 9.528 0.005 -0.01 0.003
Si 9.585 34.036 9.551 -0.014 0.004 0.003
Si 6.868 42.164 9.502 -0.011 -0.009 0.008
Si 9.592 39.441 9.495 -0.007 0.006 -0.003
Si 6.837 47.573 9.494 -0.011 -0.027 0.012
Si 9.56 44.863 9.472 0.001 0.018 0.006
Si 6.792 52.994 9.481 0.023 -0.012 -0.001
Si 9.523 50.282 9.499 0 0.002 0.014
Si 6.742 58.464 9.459 0.01 0.003 -0.001
Si 9.509 55.722 9.451 0 -0.014 0.004
Si 6.739 63.948 9.478 0.008 -0.009 0.004
Si 9.466 61.207 9.452 0.003 -0.004 0.008
Si 12.173 4.104 9.528 0.005 0.005 -0.003
Si 14.901 1.359 9.476 -0.004 -0.02 -0.004
Si 12.231 9.565 9.534 0.001 -0.014 -0.009
Si 14.915 6.834 9.551 0.006 -0.006 -0.005
Si 12.273 15.034 9.561 0.008 0.003 -0.001
Si 14.98 12.309 9.562 0.004 0.005 -0.003
Si 12.3 20.481 9.596 -0.017 -0.008 0
Si 14.997 17.748 9.569 0.003 0.007 0
Si 12.3 25.904 9.595 0.007 0.006 -0.004
Si 15.014 23.176 9.574 0.008 0 -0.002
Si 12.304 31.338 9.585 -0.007 0.002 0.004
Si 15.019 28.622 9.593 0.001 0.01 -0.001
Si 12.297 36.76 9.545 -0.007 0.012 0.009
Si 15.015 34.051 9.551 -0.005 0.001 0
Si 12.295 42.15 9.487 0.001 0.002 -0.004
Si 15.011 39.46 9.499 0.008 -0.004 -0.009
Si 12.245 47.578 9.483 -0.009 0.015 -0.004
Si 14.992 44.864 9.496 0.014 -0.011 -0.002
Si 12.238 53.017 9.473 0.003 -0.015 0.01
Si 14.947 50.315 9.49 -0.005 0.005 0
Si 12.2 58.445 9.449 0.001 0.004 0.001
Si 14.926 55.73 9.476 -0.016 0.006 0.007
Si 12.195 63.948 9.471 -0.01 -0.011 0.006
Si 14.89 61.175 9.463 -0.002 0.01 0.012
Si -0.07 -0.011 10.825 -0.006 -0.009 0.005
Si 2.662 2.746 10.842 0.016 -0.01 -0.004
Si -0.043 5.462 10.875 -0.008 0.009 0.002
Si 2.7 8.198 10.898 -0.002 0 0.005
Si -0.025 10.939 10.934 0.014 0.003 0.01
Si 2.711 13.655 10.926 -0.01 0.003 0.001
Si 0.015 16.385 10.925 0 -0.001 0
Si 2.745 19.11 10.927 0.015 -0.003 -0.001
Si 0.029 21.824 10.956 -0.006 -0.007 -0.003
Si 2.748 24.537 10.969 0.007 -0.004 0.002
Si 0.038 27.271 10.973 -0.004 -0.01 0
Si 2.759 29.97 10.956 0.001 -0.003 0
Si 0.03 32.689 10.926 0.003 0 -0.005
Si 2.761 35.382 10.905 -0.001 -0.006 -0.002
Si 0.031 38.103 10.886 0.001 -0.004 -0.004
Si 2.762 40.789 10.872 -0.015 0.007 -0.006
Si 0.016 43.515 10.875 -0.001 0.003 -0.008
Si 2.729 46.235 10.864 -0.007 0.01 -0.001
Si -0.005 48.954 10.85 -0.006 0.006 -0.013
Si 2.706 51.655 10.851 0.002 -0.013 -0.005
Si -0.039 54.366 10.857 0.015 -0.006 -0.007
Si 2.656 57.091 10.858 0.009 0.009 -0.007
Si -0.076 59.806 10.823 0.008 -0.002 -0.005
Si 2.648 62.564 10.816 0.012 0.005 0.008
Si 5.38 0.003 10.828 -0.011 0.001 0.002
Si 8.109 2.75 10.861 0.002 -0.002 0.001
Si 5.394 5.495 10.869 0.001 -0.008 -0.002
Si 8.12 8.196 10.889 0.013 0.002 0.003
Si 5.434 10.919 10.907 0.006 -0.004 0.005
Si 8.171 13.651 10.906 -0.01 -0.015 0.002
Si 5.441 16.388 10.929 0.005 0.004 0.005
Si 8.201 19.115 10.949 0.016 0.005 0.001
Si 5.485 21.837 10.94 0.001 -0.004 -0.006
Si 8.21 24.551 10.957 0.003 0.001 -0.002
Si 5.47 27.262 10.952 0.003 0.012 -0.01
Si 8.207 29.982 10.953 -0.019 -0.003 0.006
Si 5.489 32.687 10.936 -0.009 0.003 0
Si 8.218 35.383 10.911 0.006 -0.008 0.006
Si 5.496 38.092 10.882 -0.001 -0.002 -0.001
Si 8.23 40.797 10.855 0.01 -0.001 -0.007
Si 5.479 43.499 10.867 0.004 0.002 0.002
Si 8.207 46.216 10.85 0.006 -0.006 -0.004
Si 5.451 48.936 10.847 0.008 0.024 -0.005
Si 8.162 51.653 10.853 -0.027 -0.012 0
Si 5.405 54.353 10.833 0.003 0.004 -0.013
Si 8.125 57.091 10.794 -0.016 0.015 -0.01
Si 5.374 59.822 10.823 -0.017 0.004 0.005
Si 8.105 62.57 10.82 0.012 0.007 -0.001
Si 10.835 -0.01 10.824 0.008 0.003 -0.01
Si 13.55 2.729 10.847 -0.022 0.004 -0.003
Si 10.827 5.474 10.891 -0.009 -0.004 0
Si 13.568 8.206 10.909 0.003 0.001 0.005
Si 10.871 10.919 10.893 0 0.004 -0.001
Si 13.624 13.665 10.917 0.009 -0.002 -0.002
Si 10.922 16.393 10.934 -0.01 -0.009 -0.008
Si 13.647 19.107 10.949 0.002 0.007 -0.001
Si 10.938 21.839 10.957 0.005 0.005 -0.003
Si 13.664 24.546 10.952 -0.015 -0.006 -0.007
Si 10.937 27.269 10.959 -0.006 -0.003 0.003
Si 13.655 29.982 10.962 0.003 0.001 0.001
Si 10.94 32.695 10.948 0.003 0.003 0.003
Si 13.654 35.409 10.92 0.001 -0.003 -0.002
Si 10.931 38.107 10.908 -0.009 -0.001 0.004
Si 13.644 40.804 10.876 -0.008 0.001 -0.001
Si 10.932 43.515 10.846 -0.01 -0.004 -0.003
Si 13.63 46.233 10.849 0.001 0.004 -0.008
Si 10.907 48.936 10.862 0.005 -0.005 0.001
Si 13.612 51.676 10.865 0.016 0 -0.003
Si 10.882 54.377 10.836 0.007 0.007 0.003
Si 13.566 57.09 10.833 0.011 0.005 -0.007
Si 10.833 59.824 10.789 -0.009 0.005 -0.009
Si 13.545 62.56 10.812 0.001 -0.011 0.002
Si 1.298 1.368 12.172 0.001 0.01 -0.001
Si 4.026 4.124 12.194 -0.001 0.021 -0.01
Si 1.324 6.828 12.231 0.014 -0.011 -0.001
Si 4.064 9.556 12.261 -0.004 0.006 0.002
Si 1.347 12.294 12.28 -0.011 0.003 -0.002
Si 4.077 15.013 12.275 -0.011 -0.009 -0.007
Si 1.377 17.746 12.279 -0.009 -0.001 0
Si 4.106 20.48 12.282 0.007 0.012 -0.012
Si 1.376 23.187 12.34 -0.004 0.007 0.006
Si 4.106 25.912 12.323 -0.006 -0.008 -0.005
Si 1.396 28.633 12.342 0.004 0.002 0.002
Si 4.122 31.333 12.312 0.001 -0.003 0.004
Si 1.389 34.042 12.288 -0.006 -0.016 0
Si 4.133 36.737 12.258 0.001 0.004 0.003
Si 1.397 39.451 12.25 0.03 0.004 -0.003
Si 4.105 42.148 12.236 -0.005 -0.016 0.009
Si 1.369 44.879 12.232 -0.012 -0.002 -0.001
Si 4.076 47.597 12.225 0 -0.006 0.009
Si 1.345 50.311 12.226 -0.006 -0.004 0.001
Si 4.055 53.013 12.232 -0.001 0.004 0.008
Si 1.313 55.716 12.233 -0.006 -0.002 0.003
Si 4.03 58.455 12.197 0.001 0.002 0.017
Si 1.29 61.177 12.155 -0.006 -0.015 -0.006
Si 4.012 63.95 12.154 -0.015 -0.016 -0.005
Si 6.734 1.383 12.19 0.01 0.009 0.006
Si 9.452 4.12 12.234 -0.001 -0.004 0.008
Si 6.75 6.841 12.244 -0.007 -0.003 -0.002
Si 9.488 9.555 12.234 -0.016 -0.015 -0.005
Si 6.804 12.28 12.255 0.008 -0.008 0
Si 9.55 15.008 12.255 0.013 0.017 -0.006
Si 6.809 17.751 12.277 0.003 -0.003 -0.005
Si 9.57 20.473 12.301 -0.015 0.003 0.001
Si 6.845 23.194 12.314 -0.004 -0.009 0.002
Si 9.57 25.913 12.322 0.002 0.003 0.001
Si 6.834 28.619 12.307 -0.011 -0.016 0
Si 9.576 31.337 12.322 -0.001 -0.004 -0.001
Si 6.862 34.04 12.299 0.015 0.01 -0.001
Si 9.579 36.735 12.275 -0.019 -0.013 -0.005
Si 6.869 39.449 12.229 0.005 0.012 -0.001
Si 9.588 42.146 12.219 0.003 0.009 -0.004
Si 6.855 44.85 12.207 -0.013 0.016 0.003
Si 9.557 47.576 12.227 -0.004 0.005 0.001
Si 6.797 50.306 12.212 0.014 -0.005 0.004
Si 9.546 53.006 12.207 -0.009 -0.012 0.007
Si 6.774 55.727 12.162 0.008 -0.006 -0.005
Si 9.489 58.454 12.15 0.001 -0.007 -0.004
Si 6.743 61.195 12.171 -0.003 0.004 0.007
Si 9.47 63.95 12.163 0.01 0.009 0.004
Si 12.175 1.366 12.182 -0.008 -0.023 0.004
Si 14.916 4.091 12.21 0.013 -0.022 -0.001
Si 12.192 6.839 12.248 0 0.007 -0.003
Si 14.933 9.566 12.272 -0.002 0.001 0.001
Si 12.254 12.271 12.233 -0.004 0 -0.005
Si 14.986 15.025 12.279 0.011 0.002 0.008
Si 12.283 17.75 12.312 0 0.005 0
Si 14.993 20.469 12.322 -0.009 -0.005 0.003
Si 12.299 23.199 12.318 -0.004 0.003 0.001
Si 15.002 25.917 12.337 0.014 0 -0.003
Si 12.293 28.627 12.337 0.003 0.008 -0.001
Si 15.002 31.36 12.323 0.006 0.004 -0.001
Si 12.299 34.067 12.307 0.002 0.009 0.004
Si 15.01 36.767 12.287 0.005 0.01 -0.001
Si 12.292 39.464 12.272 0 -0.002 0.005
Si 14.989 42.166 12.25 0.012 0.005 -0.006
Si 12.288 44.872 12.221 0.005 -0.002 -0.008
Si 14.991 47.584 12.226 0.016 0.007 -0.001
Si 12.283 50.29 12.223 -0.007 -0.001 0.004
Si 14.969 53.011 12.264 -0.018 -0.001 0.012
Si 12.242 55.721 12.222 0.004 0.001 0.011
Si 14.931 58.43 12.206 0 0.016 0.01
Si 12.191 61.179 12.154 -0.005 -0.001 0.008
Si 14.901 63.938 12.158 -0.004 -0.004 0.001

Results
total energy: -383153.260 eV
total energy less fixed offsets of O -438.25, Si -107.07 eV per atom: 13.380 eV
